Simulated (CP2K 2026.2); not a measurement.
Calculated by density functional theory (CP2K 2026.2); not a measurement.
Periodic cell of 2016 atoms, Si1440O576, from a study of silicon, its oxide and their interface. The atomic structure is a simulated model.
Doubt: the forces sum to 1.24 eV/angstrom along one axis rather than to zero, so they err by at least 0.0006 eV/angstrom per atom on average; the grid cutoff is modest.

Settings: functional PBE; method Gaussian and plane waves; basis set DZVP-MOLOPT-SR-GTH; pseudopotentials GTH-PBE; grid cutoff 350 Ry, relative cutoff 50 Ry; k points Gamma only; occupations fixed; spin none; net charge 0.

Cell vectors (angstrom)
a 65.28 0 0
b 0 16.32 0
c -0.3611 -0.5256 33.3543

Atoms and the computed forces on them: element, x, y, z (angstrom), force x, y, z (eV/angstrom)
Si 1.261 15.111 0.112 0.16 -0.112 0.76
Si 4.256 1.078 0.071 -0.092 0.259 0.736
Si 1.253 4.316 0.396 -0.058 -0.13 0.729
Si 3.769 6.981 0.27 0.089 0.027 0.74
Si 1.696 9.256 0.053 -0.155 0.158 0.697
Si 4.011 11.48 33.293 -0.156 0.156 0.761
Si 6.466 15.202 0.089 0.254 -0.07 0.75
Si 9.311 1.723 0.112 0.038 -0.18 0.785
Si 6.714 3.375 33.351 -0.238 0.09 0.759
Si 9.442 5.881 33.276 -0.283 0.451 0.641
Si 6.532 9.718 0.06 0.08 -0.06 0.691
Si 9.659 11.963 0.068 -0.025 0.183 0.665
Si 12.041 14.299 33.345 -0.289 0.15 0.683
Si 14.84 0.435 33.216 -0.17 0.359 0.642
Si 12.247 4.343 0.184 0.188 -0.372 0.595
Si 15.34 6.347 0.048 -0.082 0.294 0.694
Si 11.97 9.862 0.046 0.054 -0.17 0.657
Si 14.473 12.535 0.237 0.222 0.023 0.832
Si 17.384 15.04 0.218 0.18 0.014 0.639
Si 20.624 1.063 0.478 -0.206 0.239 0.664
Si 17.263 3.634 33.326 0.102 -0.196 0.641
Si 21.014 6.416 0.004 -0.465 0.331 0.582
Si 17.645 8.833 33.091 0.164 -0.031 0.741
Si 20.664 12.202 0.054 -0.261 0.137 0.655
Si 22.932 15.19 0.221 0.343 -0.376 0.579
Si 25.844 1.028 0.315 -0.083 0.315 0.655
Si 23.22 4.148 0.413 0.123 -0.3 0.684
Si 25.702 6.784 0.12 0.054 0.096 0.644
Si 23.016 10.085 0.032 0.065 -0.434 0.673
Si 25.93 12.019 0.227 -0.079 0.252 0.631
Si 28.179 15.215 0.146 0.276 -0.261 0.705
Si 31.084 1.295 0.062 0.285 -0.188 0.687
Si 28.939 3.606 0.165 -0.22 0.2 0.796
Si 30.962 6.129 33.347 -0.15 0.191 0.676
Si 28.184 9.848 0.234 0.112 -0.215 0.688
Si 31.241 11.993 0.358 -0.124 0.364 0.63
Si 34.184 14.752 0.167 -0.21 0.088 0.75
Si 36.659 1.352 0.393 0.008 0.008 0.577
Si 34.084 2.897 33.277 -0.152 0.23 0.767
Si 36.953 6.55 0.233 -0.123 0.015 0.723
Si 33.61 9.839 0.041 0.388 -0.367 0.628
Si 36.391 12.56 0.132 0.151 -0.138 0.782
Si 38.416 14.968 33.247 0.241 -0.17 0.771
Si 41.874 0.714 33.215 -0.195 0.114 0.725
Si 39.194 4.371 0.001 0.164 -0.224 0.722
Si 41.384 6.74 33.158 0.274 -0.289 0.692
Si 39.452 9.46 0.017 -0.231 0.191 0.727
Si 41.851 12.303 0.024 0.304 -0.106 0.649
Si 44.123 14.822 33.318 0.045 -0.202 0.716
Si 46.892 1.061 33.12 0.338 -0.357 0.569
Si 44.595 3.315 33.259 -0.252 0.357 0.679
Si 47.205 7.138 0.006 0.2 -0.215 0.746
Si 44.979 9.357 0.064 -0.176 0.297 0.717
Si 47.391 11.665 33.307 -0.236 0.125 0.693
Si 50.471 14.86 0.08 -0.211 0.301 0.663
Si 53.647 1.153 0.149 -0.287 0.084 0.711
Si 50.031 3.232 32.775 0.022 0.253 0.773
Si 52.752 6.352 33.226 -0.228 0.084 0.683
Si 49.531 9.366 33.322 0.209 -0.154 0.794
Si 52.688 12.581 0.061 0.312 -0.285 0.705
Si 55.654 15.084 0.237 0.185 -0.101 0.683
Si 58.515 1.528 0.151 0.197 -0.241 0.714
Si 56.268 3.712 0.033 -0.257 0.309 0.755
Si 58.877 6.46 0.019 -0.255 0.261 0.755
Si 55.537 9.084 33.167 -0.058 -0.194 0.714
Si 58.8 11.794 0.27 -0.047 0.205 0.753
Si 61.675 14.711 0.047 -0.285 0.054 0.717
Si 63.929 0.458 33.312 -0.166 0.266 0.718
Si 61.267 4.407 0.041 0.115 -0.305 0.68
Si 64.419 6.551 0.051 -0.273 0.21 0.746
Si 61.008 9.586 0.119 0.316 -0.15 0.659
Si 63.895 12.543 0.103 0.027 -0.26 0.672
Si 2.768 16.275 1.458 -0.004 -0.003 -0.045
Si 5.433 2.75 1.265 0.01 -0.009 -0.043
Si 2.686 5.534 1.711 0.005 0.014 -0.022
Si 5.406 8.183 1.42 0.003 0.002 -0.063
Si 2.817 10.879 1.311 0.011 0.004 -0.044
Si 5.415 13.577 1.38 -0.012 -0.011 -0.052
Si 8.124 0.061 1.303 0.012 -0.015 -0.053
Si 10.968 2.759 1.389 -0.001 -0.005 -0.061
Si 8.195 5.446 1.341 0.009 -0.005 -0.056
Si 10.868 8.133 1.197 0.008 0.003 -0.057
Si 8.136 10.81 1.392 -0.005 -0.012 -0.027
Si 10.829 13.614 1.288 -0.011 -0.014 -0.047
Si 13.603 0.002 1.322 0.012 0 -0.053
Si 16.334 2.62 1.221 0.004 -0.039 -0.048
Si 13.759 5.445 1.548 0.031 0.013 -0.004
Si 16.546 8.053 1.158 -0.041 -0.007 -0.037
Si 13.455 10.913 1.521 -0.009 -0.006 -0.035
Si 16.174 13.563 1.493 -0.022 -0.021 -0.044
Si 18.969 16.192 1.561 -0.034 -0.013 -0.03
Si 21.878 2.647 1.603 0 0.041 -0.057
Si 19.198 5.395 1.226 0.005 0.01 -0.024
Si 21.928 8.233 1.202 0.008 0.034 -0.035
Si 19.038 10.929 1.2 0.016 -0.023 -0.073
Si 21.827 13.575 1.508 0.027 0.018 -0.051
Si 24.448 16.19 1.69 -0.007 -0.001 -0.052
Si 27.159 2.67 1.406 -0.006 -0.002 -0.093
Si 24.515 5.53 1.69 0.034 -0.018 -0.064
Si 27.148 8.112 1.431 -0.006 -0.028 -0.064
Si 24.47 10.912 1.646 -0.013 -0.019 -0.034
Si 27.154 13.575 1.455 -0.018 0.015 -0.053
Si 29.841 16.232 1.464 -0.001 0.021 -0.069
Si 32.714 2.53 1.288 -0.04 0.023 -0.02
Si 29.919 5.374 1.397 -0.011 0.015 -0.034
Si 32.646 8.08 1.308 -0.002 0.025 -0.042
Si 29.761 10.822 1.651 -0.04 -0.006 -0.01
Si 32.544 13.621 1.446 0.032 -0.014 -0.069
Si 35.29 16.248 1.606 0.006 -0.021 -0.048
Si 38.099 2.819 1.449 0.017 0.021 -0.03
Si 35.356 5.224 1.31 -0.061 0.007 -0.061
Si 38.023 8.221 1.423 0.023 0.015 -0.036
Si 35.278 10.892 1.348 -0.004 0.003 -0.054
Si 37.951 13.772 1.361 0.053 0.009 -0.079
Si 40.613 0.079 1.149 0.021 -0.04 -0.048
Si 43.395 2.75 1.257 -0.007 -0.012 -0.07
Si 40.791 5.56 1.215 0.012 0.01 -0.056
Si 43.363 8.21 1.276 -0.014 -0.007 -0.021
Si 40.636 10.919 1.424 -0.026 -0.02 -0.047
Si 43.395 13.646 1.209 0.014 -0.027 -0.029
Si 46.14 0.079 1.232 -0.005 0.005 -0.055
Si 48.917 2.743 1.009 0.027 -0.04 -0.04
Si 46.083 5.475 1.21 0.009 -0.005 -0.041
Si 48.849 8.231 1.269 0 0.009 -0.068
Si 46.171 10.992 1.255 0.001 0.011 -0.043
Si 48.888 13.695 1.346 0.014 -0.028 -0.065
Si 51.765 0.125 1.237 0.02 0.013 -0.069
Si 54.639 2.752 1.438 0.028 0.044 -0.009
Si 51.618 5.37 0.938 -0.046 -0.009 -0.028
Si 54.48 8.236 1.192 0.024 0.028 -0.056
Si 51.583 10.916 1.27 -0.015 -0.018 -0.029
Si 54.365 13.561 1.417 0 -0.039 -0.035
Si 57.291 16.276 1.414 -0.001 -0.009 -0.057
Si 60.093 2.759 1.333 -0.012 0.026 -0.06
Si 57.259 5.396 1.322 -0.011 -0.005 -0.03
Si 59.885 8.059 1.427 -0.033 -0.045 -0.029
Si 57.153 10.733 1.464 -0.033 0.009 -0.056
Si 60.011 13.534 1.312 -0.025 0.069 -0.109
Si 62.737 16.275 1.403 0.016 0.011 -0.066
Si 0.008 2.634 1.37 -0.009 -0.016 -0.041
Si 62.739 5.538 1.404 0.022 -0.003 -0.058
Si 0.128 8.167 1.41 -0.002 0 -0.077
Si 62.656 10.866 1.272 0.02 -0.016 -0.102
Si 0.092 13.64 1.5 0.001 0.025 -0.062
Si 1.41 1.356 2.765 -0.002 0.017 0.022
Si 4.151 4.072 2.756 0.01 -0.034 0.006
Si 1.335 6.888 2.964 -0.021 0.025 0.035
Si 4.099 9.557 2.789 -0.02 -0.001 0.035
Si 1.452 12.202 2.719 0.013 -0.014 -0.001
Si 4.084 14.892 2.794 0.009 0.011 0.02
Si 6.782 1.402 2.7 -0.015 0.029 0.022
Si 9.583 4.129 2.733 -0.008 -0.011 0.03
Si 6.825 6.803 2.688 -0.007 -0.004 0.012
Si 9.514 9.425 2.683 0.044 -0.009 0.019
Si 6.834 12.255 2.721 -0.004 0.005 0.013
Si 9.494 14.993 2.644 -0.004 0.01 0.02
Si 12.278 1.351 2.708 -0.028 -0.009 0.019
Si 15.049 3.943 2.741 0.033 -0.051 0.028
Si 12.287 6.878 2.678 -0.042 0.033 -0.002
Si 15.053 9.468 2.544 0.057 -0.014 -0.002
Si 12.118 12.295 2.815 -0.012 0.034 0.04
Si 14.882 14.985 2.807 -0.03 0.013 0.042
Si 17.629 1.349 2.763 -0.008 0.043 0.014
Si 20.437 4.076 2.764 -0.038 -0.007 0.039
Si 17.802 6.723 2.641 0.006 -0.014 0.014
Si 20.429 9.523 2.58 -0.01 0.003 0.012
Si 17.664 12.188 2.678 0.03 -0.006 0.018
Si 20.402 14.878 2.858 0.019 -0.026 0.025
Si 23.149 1.294 2.987 0.01 0.015 0.035
Si 25.92 4.07 2.845 0.017 -0.023 0.032
Si 23.091 6.927 2.848 -0.016 0.05 0.018
Si 25.815 9.439 2.869 -0.007 -0.018 0.012
Si 23.128 12.269 2.94 0.015 0.036 0.027
Si 25.85 14.849 2.936 0.008 -0.023 0.035
Si 28.51 1.319 2.816 0.018 0.006 0.049
Si 31.375 4.009 2.673 0.002 -0.04 0.022
Si 28.549 6.739 2.761 0.01 0.002 -0.001
Si 31.253 9.39 2.777 0.044 -0.021 -0.017
Si 28.478 12.265 2.913 -0.016 0.011 0.041
Si 31.212 14.928 2.839 0.018 0.016 0.008
Si 33.916 1.296 2.866 -0.01 0.008 0.023
Si 36.694 4.063 2.832 0 -0.006 0.027
Si 34.015 6.696 2.645 0.017 -0.012 0.01
Si 36.628 9.549 2.731 0.001 0.028 0.009
Si 33.935 12.225 2.776 0.017 0.022 0.045
Si 36.679 14.945 2.913 0.002 -0.004 0.051
Si 39.451 1.407 2.713 0 -0.011 0.02
Si 42.099 4.16 2.61 -0.038 -0.011 0.008
Si 39.443 6.85 2.709 -0.001 -0.032 0.036
Si 42.075 9.569 2.71 0.019 0.009 0.015
Si 39.307 12.347 2.7 -0.042 0.001 0.023
Si 41.989 14.995 2.558 0.003 0.041 0.019
Si 44.806 1.429 2.631 -0.023 -0.013 0.035
Si 47.566 4.109 2.473 -0.016 0.007 0.03
Si 44.731 6.808 2.619 0.016 0.009 0.017
Si 47.499 9.59 2.654 0.008 0.002 0.039
Si 44.796 12.336 2.603 -0.017 -0.011 0.016
Si 47.49 15.048 2.623 -0.009 -0.015 0.009
Si 50.297 1.455 2.5 -0.015 0.01 0.015
Si 53.033 4.138 2.492 -0.025 0.02 0.01
Si 50.285 6.748 2.445 0.043 0.003 -0.004
Si 53.036 9.545 2.558 -0.009 -0.002 0.018
Si 50.259 12.287 2.682 0.004 0.004 0.042
Si 53.012 15.014 2.699 0.032 -0.005 0.023
Si 55.925 1.338 2.79 0.007 -0.019 0.04
Si 58.642 4.073 2.71 0.006 -0.016 0.039
Si 55.811 6.813 2.574 0.012 0.012 -0.001
Si 58.513 9.397 2.795 0.031 0 0.02
Si 55.762 12.183 2.702 0.008 0.029 0.038
Si 58.626 14.873 2.691 -0.006 -0.023 0.04
Si 61.334 1.334 2.704 -0.016 -0.015 -0.003
Si 63.961 4.036 2.741 0.004 0.01 0.015
Si 61.327 6.815 2.778 -0.013 -0.009 0.027
Si 63.984 9.533 2.675 -0.011 -0.002 0.027
Si 61.317 12.193 2.724 0.036 -0.012 0.009
Si 64.022 14.971 2.854 -0.017 -0.013 0.036
Si 0.082 0.022 4.17 0.001 -0.001 0
Si 2.772 2.724 4.104 -0.018 -0.006 -0.011
Si -0.009 5.411 4.16 -0.01 0.004 -0.021
Si 2.762 8.232 4.202 0.013 0.021 0.007
Si 0.058 10.87 4.067 0.004 -0.012 -0.008
Si 2.744 13.556 4.143 0 0.005 0.004
Si 5.462 0.002 4.074 0.006 0.006 -0.018
Si 8.188 2.744 4.054 0.019 -0.019 -0.026
Si 5.505 5.442 4.084 -0.002 0.017 0.009
Si 8.174 8.125 4.083 0.014 0.005 0.017
Si 5.482 10.909 4.109 -0.007 -0.011 -0.02
Si 8.184 13.628 4.059 0.007 -0.01 0.001
Si 10.886 -0.011 4.034 0.01 -0.022 0.002
Si 13.63 2.675 4.105 0.027 0.003 -0.007
Si 10.939 5.497 4.06 0.001 -0.005 0.013
Si 13.679 8.195 4.009 -0.019 0.005 0.009
Si 10.816 10.842 4.084 -0.018 0.003 -0.007
Si 13.541 13.608 4.142 0.001 -0.005 0.002
Si 16.286 0 4.137 0.006 -0.013 -0.003
Si 19.036 2.712 4.1 0 -0.018 -0.027
Si 16.412 5.377 4.029 -0.013 0.014 0.007
Si 19.094 8.148 4.008 0.006 0.019 -0.025
Si 16.325 10.815 4.018 -0.028 0.011 0.016
Si 19.012 13.508 4.125 0 -0.011 0.008
Si 21.732 -0.064 4.24 -0.001 -0.014 0.008
Si 24.539 2.714 4.215 -0.003 0.007 -0.018
Si 21.747 5.472 4.131 -0.006 0.012 0.006
Si 24.467 8.158 4.26 0.019 -0.017 0.025
Si 21.718 10.828 4.115 0 -0.034 -0.019
Si 24.488 13.56 4.311 -0.01 0.001 0.035
Si 27.205 -0.041 4.218 0.011 0 0
Si 29.957 2.694 4.091 -0.021 0.031 -0.037
Si 27.249 5.412 4.197 -0.005 0.032 0.037
Si 29.911 8.069 4.154 -0.014 -0.012 0.023
Si 27.153 10.841 4.215 -0.011 0.001 -0.014
Si 29.894 13.578 4.228 -0.019 0.016 0.001
Si 32.565 -0.041 4.21 0 -0.014 0.014
Si 35.334 2.677 4.162 0.011 0.015 -0.012
Si 32.665 5.387 4.082 0.022 -0.015 -0.003
Si 35.324 8.108 4.056 -0.019 -0.034 0.005
Si 32.6 10.817 4.115 -0.007 0.013 -0.013
Si 35.303 13.545 4.187 -0.035 0 -0.006
Si 38.088 0.048 4.127 0.002 -0.015 -0.017
Si 40.795 2.778 4.041 0.004 0.033 0.015
Si 38.076 5.479 4.098 0.011 0.009 -0.006
Si 40.773 8.187 4.097 -0.001 -0.005 -0.002
Si 37.997 10.924 4.072 0.016 0.015 0.007
Si 40.729 13.652 4.043 0.009 0.014 -0.006
Si 43.418 0.023 3.944 0.01 -0.024 -0.03
Si 46.221 2.779 3.935 -0.003 0.016 0.005
Si 43.453 5.457 4.032 0.011 -0.004 0.02
Si 46.137 8.183 3.964 -0.009 0.013 0.009
Si 43.479 10.943 4.006 0 0.005 0.002
Si 46.165 13.659 3.993 0.005 -0.016 0.009
Si 48.931 0.083 3.915 0.014 0.025 -0.011
Si 51.664 2.785 3.896 0.017 0.008 -0.004
Si 48.919 5.455 3.882 -0.019 -0.006 -0.004
Si 51.656 8.126 3.862 0 -0.01 -0.007
Si 48.896 10.909 4.015 0.007 0.017 0.013
Si 51.639 13.642 4.029 -0.006 0.003 0.016
Si 54.427 0.017 4.046 -0.006 0 0.005
Si 57.249 2.741 4.089 0.015 0.003 0.008
Si 54.388 5.474 3.91 0.021 -0.033 0.016
Si 57.108 8.085 4.084 -0.007 -0.024 0.027
Si 54.359 10.858 4.02 -0.005 -0.012 0.002
Si 57.16 13.569 4.018 0.002 0.002 -0.006
Si 59.925 -0.022 4.042 0.001 0.001 0.005
Si 62.61 2.708 4.116 0.01 0.003 -0.01
Si 59.934 5.443 4.096 -0.013 -0.002 -0.002
Si 62.64 8.208 4.1 0.004 -0.002 -0.001
Si 59.892 10.852 4.057 -0.023 0.014 -0.021
Si 62.62 13.575 4.118 -0.006 0.015 -0.011
Si 1.381 14.994 16.282 -0.005 0.002 -0.002
Si 4.083 1.409 16.304 0.006 0 0.01
Si 1.379 4.094 16.249 0.004 0.014 -0.005
Si 4.071 6.809 16.256 0.002 -0.011 -0.007
Si 1.341 9.554 16.238 -0.008 0.006 -0.01
Si 4.06 12.291 16.233 0.001 -0.006 -0.013
Si 6.851 15.032 16.267 0.032 -0.002 -0.014
Si 9.498 1.395 16.293 -0.002 -0.008 -0.004
Si 6.797 4.078 16.263 0.009 -0.007 -0.014
Si 9.528 6.804 16.321 -0.009 0.002 0.002
Si 6.833 9.539 16.27 0.009 0.034 -0.025
Si 9.539 12.248 16.305 -0.002 -0.014 -0.022
Si 12.203 14.944 16.258 0 -0.017 -0.011
Si 14.924 1.349 16.313 -0.005 -0.013 -0.006
Si 12.236 4.068 16.386 0.007 -0.003 0
Si 14.92 6.786 16.347 0.004 -0.006 0.005
Si 12.251 9.519 16.308 -0.007 0.013 -0.015
Si 14.941 12.209 16.305 -0.002 -0.015 -0.003
Si 17.618 14.94 16.271 -0.001 0.013 -0.008
Si 20.382 1.365 16.283 0.006 0.013 0.004
Si 17.665 4.072 16.248 0.019 -0.001 -0.017
Si 20.368 6.783 16.329 0.02 -0.006 -0.005
Si 17.655 9.507 16.387 -0.002 0.003 0.008
Si 20.35 12.184 16.336 -0.012 -0.007 -0.004
Si 23.102 14.916 16.306 -0.002 -0.005 -0.003
Si 25.857 1.339 16.322 -0.003 0.011 -0.009
Si 23.099 4.08 16.318 0.009 0.001 -0.024
Si 25.832 6.781 16.393 0.015 -0.013 0
Si 23.088 9.497 16.348 -0.007 0.004 0.001
Si 25.828 12.228 16.35 -0.001 -0.002 -0.007
Si 28.563 14.959 16.39 -0.006 0.009 -0.005
Si 31.326 1.342 16.425 0.019 0 0.001
Si 28.574 4.071 16.372 0.009 -0.001 -0.005
Si 31.24 6.758 16.402 -0.005 0.001 -0.008
Si 28.558 9.489 16.417 -0.001 0.001 -0.001
Si 31.272 12.188 16.421 -0.002 -0.016 0.003
Si 34.006 14.929 16.413 0.007 -0.002 -0.003
Si 36.709 1.321 16.391 -0.015 0.006 -0.006
Si 33.983 4.024 16.45 -0.006 -0.016 0.002
Si 36.689 6.694 16.376 -0.022 -0.007 0.002
Si 33.967 9.463 16.389 0.005 0.004 0
Si 36.718 12.171 16.358 0.02 -0.017 -0.023
Si 39.416 14.913 16.365 0.013 -0.004 -0.002
Si 42.156 1.312 16.42 -0.021 -0.021 0.009
Si 39.483 3.998 16.392 0 -0.004 0.003
Si 42.19 6.743 16.376 -0.018 0.002 -0.002
Si 39.48 9.478 16.342 -0.006 0.023 -0.011
Si 42.191 12.196 16.311 -0.005 -0.013 -0.02
Si 44.906 14.96 16.401 0.027 0.029 0.004
Si 47.622 1.348 16.374 -0.021 -0.044 0.003
Si 44.923 4.08 16.375 0.022 0.013 0.005
Si 47.627 6.8 16.382 -0.012 -0.004 0.002
Si 44.954 9.481 16.322 0.013 0.003 -0.01
Si 47.581 12.235 16.336 -0.029 -0.004 0.007
Si 50.308 14.992 16.269 0.006 0.013 -0.016
Si 53.031 1.401 16.255 0.006 -0.026 -0.001
Si 50.361 4.107 16.365 0.019 0.01 -0.005
Si 53.023 6.805 16.299 -0.014 -0.02 -0.003
Si 50.313 9.524 16.311 0.01 -0.016 0.006
Si 53.005 12.246 16.218 -0.009 -0.001 -0.007
Si 55.769 15.032 16.192 0.01 -0.001 -0.011
Si 58.456 1.374 16.169 -0.015 0.007 -0.017
Si 55.737 4.151 16.194 0.016 0.016 -0.017
Si 58.503 6.872 16.233 0.004 0.007 -0.012
Si 55.772 9.561 16.256 0.018 0.015 0.001
Si 58.495 12.242 16.211 -0.022 0.008 -0.002
Si 61.221 14.96 16.232 -0.012 0.036 0.001
Si 63.965 1.389 16.22 0.007 0.001 -0.01
Si 61.219 4.165 16.19 0.005 0.009 -0.006
Si 63.907 6.85 16.233 0.015 0.003 -0.004
Si 61.217 9.587 16.282 0.019 0.007 0.021
Si 63.931 12.289 16.313 -0.002 0.001 0.01
Si 2.707 0.055 17.649 -0.003 -0.003 0.013
Si 5.465 2.749 17.67 0.002 -0.008 0.018
Si 2.741 5.421 17.619 -0.005 0.009 0.012
Si 5.422 8.201 17.57 0.014 0.004 -0.003
Si 2.671 10.946 17.574 -0.008 0.008 -0.014
Si 5.442 13.678 17.521 -0.005 0.007 0.001
Si 8.158 0.082 17.696 -0.032 0.014 0.001
Si 10.842 2.69 17.711 -0.005 0 0.034
Si 8.13 5.427 17.623 -0.003 -0.011 0.005
Si 10.919 8.154 17.668 -0.005 -0.003 -0.005
Si 8.202 10.869 17.652 -0.003 -0.001 -0.006
Si 10.89 13.605 17.671 0.011 -0.032 0.016
Si 13.535 -0.043 17.621 0.034 0.026 0.001
Si 16.26 2.795 17.609 0.006 0.016 -0.015
Si 13.59 5.438 17.766 -0.014 0.002 -0.003
Si 16.291 8.112 17.714 0.009 0.008 0.017
Si 13.575 10.887 17.686 0.012 0.002 0.012
Si 16.317 13.545 17.649 0.01 -0.016 -0.002
Si 18.948 0.036 17.568 -0.002 -0.024 -0.001
Si 21.767 2.697 17.652 -0.041 0.002 0.008
Si 19.062 5.334 17.638 0.002 -0.01 0.014
Si 21.707 8.147 17.701 -0.008 0.008 -0.011
Si 18.99 10.888 17.781 -0.007 0.03 0.025
Si 21.699 13.576 17.64 0.027 0.004 -0.005
Si 24.534 -0.091 17.625 0.017 -0.001 -0.022
Si 27.171 2.742 17.684 -0.016 -0.014 0.009
Si 24.41 5.443 17.714 -0.006 -0.027 0.005
Si 27.212 8.109 17.772 -0.004 0.001 0.003
Si 24.431 10.892 17.681 -0.01 0.029 0.014
Si 27.191 13.582 17.719 0.005 0.016 -0.004
Si 29.945 -0.005 17.748 -0.01 -0.016 0.009
Si 32.647 2.678 17.878 -0.008 0.006 0.008
Si 29.91 5.395 17.795 -0.016 0.01 0.01
Si 32.584 8.114 17.755 0.017 0.002 0.008
Si 29.899 10.847 17.811 0.001 0.001 0.009
Si 32.643 13.554 17.761 0.005 0.016 0.011
Si 35.366 -0.031 17.785 0.008 0.019 0.014
Si 38.079 2.662 17.747 0.014 -0.005 -0.003
Si 35.311 5.386 17.828 0.008 0.006 0.022
Si 38.107 8.059 17.625 0.01 -0.001 -0.024
Si 35.333 10.833 17.717 -0.005 0.019 -0.008
Si 38.075 13.511 17.72 0.007 -0.011 0.004
Si 40.749 -0.077 17.771 -0.015 0.002 0.007
Si 43.547 2.721 17.722 -0.017 0.026 0.006
Si 40.851 5.349 17.762 0.015 -0.009 0.003
Si 43.632 8.086 17.672 0.022 -0.014 -0.013
Si 40.871 10.832 17.696 -0.003 -0.007 0.012
Si 43.514 13.548 17.697 0.006 0.004 -0.017
Si 46.275 0.003 17.8 -0.001 -0.004 -0.032
Si 49.027 2.701 17.714 0.011 0.017 -0.018
Si 46.302 5.414 17.781 -0.003 -0.007 0.003
Si 49.014 8.156 17.743 0.005 -0.006 0.02
Si 46.267 10.838 17.74 -0.004 -0.009 0.01
Si 48.937 13.653 17.634 0.011 0.003 -0.003
Si 51.665 0.045 17.624 -0.007 0.01 0.018
Si 54.422 2.783 17.563 0.017 0.007 -0.017
Si 51.718 5.472 17.771 -0.008 0.008 -0.003
Si 54.402 8.196 17.597 -0.003 0.003 0.002
Si 51.659 10.919 17.641 -0.002 0.029 -0.002
Si 54.403 13.64 17.471 0 0.006 -0.012
Si 57.133 0.044 17.59 -0.001 0.006 0.009
Si 59.804 2.796 17.433 -0.012 0.009 0.011
Si 57.091 5.532 17.534 -0.011 0.003 -0.004
Si 59.856 8.228 17.63 -0.036 -0.033 0.008
Si 57.158 10.917 17.615 -0.001 -0.015 0.02
Si 59.857 13.58 17.568 0.014 -0.04 -0.01
Si 62.644 -0.016 17.54 0.007 -0.027 0.017
Si 0.002 2.765 17.607 -0.015 -0.01 0
Si 62.566 5.5 17.602 0 -0.002 -0.016
Si -0.018 8.199 17.591 -0.005 -0.003 0.012
Si 62.577 10.935 17.688 -0.004 0.009 0.015
Si 0.038 13.651 17.672 -0.015 -0.001 -0.002
Si 1.322 1.422 19.008 -0.005 -0.007 -0.017
Si 4.131 4.12 19.032 0.007 0.029 -0.011
Si 1.302 6.758 18.89 -0.016 -0.011 -0.035
Si 4.006 9.554 18.863 0.018 -0.004 -0.013
Si 1.42 12.304 19.038 -0.017 0.013 0.009
Si 4.178 15.064 18.931 0.006 0.007 -0.024
Si 6.778 1.415 19.11 0.007 0.002 -0.015
Si 9.452 4.085 19.031 0.023 -0.005 -0.021
Si 6.749 6.822 18.91 0.005 -0.016 -0.02
Si 9.61 9.521 19.03 0.012 0.034 -0.032
Si 6.739 12.276 18.837 0.008 -0.026 -0.041
Si 9.56 15.027 18.986 0.007 0.025 -0.013
Si 12.188 1.252 19.045 -0.051 -0.025 -0.058
Si 14.94 4.041 19.12 0.031 -0.005 -0.009
Si 12.227 6.823 19.111 -0.006 0.005 0.001
Si 14.952 9.552 19.043 0.011 -0.006 -0.022
Si 12.231 12.254 19.078 -0.005 -0.012 -0.011
Si 14.888 14.87 18.914 -0.037 -0.001 -0.019
Si 17.625 1.453 18.897 0.039 0.009 -0.016
Si 20.445 4.034 19.07 0.022 0.021 -0.027
Si 17.62 6.589 18.963 -0.028 -0.001 -0.023
Si 20.345 9.464 19.094 0.008 0.008 0.005
Si 17.663 12.326 19.162 0.01 0.023 -0.002
Si 20.274 14.974 18.877 -0.03 -0.02 -0.037
Si 23.178 1.284 18.885 0.017 0.014 -0.035
Si 25.779 4.085 19.043 0.026 0.004 -0.017
Si 23.018 6.778 19.084 -0.02 -0.029 -0.016
Si 25.802 9.528 19.005 0.009 0.011 -0.03
Si 23.051 12.259 19.042 0.04 -0.018 -0.014
Si 25.831 14.909 19.093 -0.031 -0.011 -0.015
Si 28.557 1.417 19.021 0.039 0.008 -0.028
Si 31.238 4.062 19.228 0.011 -0.022 0
Si 28.543 6.719 19.19 -0.007 -0.014 0.005
Si 31.244 9.442 19.165 -0.016 -0.004 -0.002
Si 28.542 12.278 19.123 0.024 -0.011 -0.023
Si 31.283 14.92 19.122 -0.005 0.012 -0.034
Si 34.066 1.322 19.236 -0.002 0.008 0.001
Si 36.769 4.046 19.137 0.019 -0.014 -0.008
Si 33.837 6.724 19.168 -0.027 -0.013 -0.039
Si 36.685 9.352 18.931 -0.008 -0.025 -0.021
Si 33.994 12.189 19.132 0.01 0.005 -0.053
Si 36.679 14.832 19.087 -0.012 -0.027 -0.001
Si 39.336 1.246 19.151 -0.029 0.005 -0.031
Si 42.239 4.024 19.18 -0.001 0.025 0.004
Si 39.44 6.735 19.028 -0.01 0.012 -0.043
Si 42.302 9.458 18.991 0.02 0.031 -0.023
Si 39.471 12.152 19.055 0.011 0.022 -0.026
Si 42.081 14.792 19.087 -0.055 -0.001 -0.039
Si 44.873 1.403 19.123 0.039 -0.022 0.025
Si 47.724 4.048 19.118 -0.017 0.033 -0.003
Si 44.927 6.766 19.153 -0.032 0.009 0
Si 47.695 9.537 19.13 0.012 -0.004 -0.005
Si 44.835 12.173 19.071 -0.006 -0.026 -0.023
Si 47.665 14.933 19.148 -0.015 0.015 0.014
Si 50.385 1.374 19.119 0.016 -0.026 0.013
Si 53.158 4.075 19.051 -0.015 0.012 0.012
Si 50.361 6.834 19.19 -0.024 -0.01 -0.004
Si 53.055 9.556 18.952 -0.005 -0.014 -0.018
Si 50.285 12.317 18.978 0.006 -0.011 -0.022
Si 53.081 14.971 18.844 0.014 -0.033 -0.024
Si 55.812 1.492 18.918 0.029 0.011 -0.01
Si 58.444 4.133 18.804 0.027 -0.043 -0.036
Si 55.815 6.911 18.963 0.015 0.006 -0.024
Si 58.525 9.588 19.033 0.017 0.002 -0.015
Si 55.747 12.339 18.85 -0.002 0.026 -0.023
Si 58.473 14.908 18.886 -0.036 -0.015 0.003
Si 61.213 1.422 18.66 -0.01 0.039 -0.049
Si 63.912 4.124 18.958 0.023 0.005 -0.021
Si 61.242 6.878 18.973 0.004 0.029 -0.015
Si 63.991 9.582 19.022 0.025 -0.018 -0.019
Si 61.203 12.319 19.046 -0.012 0 -0.003
Si 63.983 15.023 19.046 0.015 0.009 -0.003
Si -0.013 0.127 20.474 -0.016 0.005 0.023
Si 2.745 2.734 20.335 -0.003 -0.018 0.05
Si -0.006 5.435 20.362 -0.021 -0.008 0.064
Si 2.659 8.162 20.149 -0.012 -0.013 0.064
Si 0.1 10.944 20.443 -0.029 -0.001 0.045
Si 2.872 13.702 20.269 -0.021 -0.001 0.042
Si 5.382 0.091 20.479 -0.001 0.023 0.059
Si 8.103 2.785 20.487 -0.034 -0.019 0.052
Si 5.417 5.591 20.394 -0.04 0.012 0.037
Si 8.189 8.085 20.22 0.012 -0.032 0.048
Si 5.332 10.932 20.167 -0.026 0.032 0.074
Si 8.041 13.733 20.134 -0.037 0.011 0.039
Si 10.907 -0.125 20.525 0.044 -0.017 0.05
Si 13.502 2.659 20.377 -0.006 -0.023 0.068
Si 10.798 5.453 20.404 -0.012 -0.01 0.083
Si 13.63 8.19 20.44 0.013 -0.004 0.062
Si 10.899 10.911 20.488 0.007 0.004 0.063
Si 13.649 13.566 20.44 0.022 -0.004 0.045
Si 16.119 0.129 20.041 -0.051 0.036 0.003
Si 19.04 2.633 20.36 0.011 0.01 0.013
Si 16.373 5.281 20.535 0.026 0.008 0.043
Si 18.983 7.917 20.266 0.02 -0.015 0.037
Si 16.298 10.908 20.468 -0.002 -0.028 0.001
Si 18.965 13.872 20.479 -0.032 0.022 0.049
Si 21.734 -0.059 20.091 0.003 -0.045 0.022
Si 24.52 2.565 20.3 0.028 -0.005 0.06
Si 21.787 5.385 20.544 -0.014 -0.018 0.064
Si 24.338 8.236 20.321 -0.016 0.035 0.041
Si 21.642 10.94 20.42 -0.01 0.027 0.008
Si 24.411 13.604 20.472 -0.031 -0.005 0.054
Si 27.29 -0.036 20.316 0.01 -0.024 0.065
Si 29.751 2.792 20.541 -0.021 0.023 0.007
Si 27.014 5.455 20.518 0 0.026 0.005
Si 29.917 8.078 20.58 -0.014 -0.014 0.039
Si 27.122 10.921 20.378 -0.014 0.008 0.036
Si 29.923 13.574 20.539 0.005 0.013 0.078
Si 32.636 -0.057 20.529 -0.009 -0.018 0.018
Si 35.497 2.688 20.583 0.002 -0.046 0.036
Si 32.517 5.402 20.7 0.041 0.04 0.036
Si 35.286 8.098 20.355 -0.001 -0.009 0.045
Si 32.623 10.805 20.479 -0.003 0.012 0.051
Si 35.33 13.572 20.544 -0.034 0.034 0.042
Si 38.012 -0.256 20.523 0.047 0.024 0.072
Si 40.726 2.663 20.422 0.004 -0.011 0.009
Si 38.057 5.502 20.497 -0.026 0.015 0.031
Si 40.977 8.021 20.228 -0.004 -0.053 0.057
Si 38.107 10.644 20.209 0.038 -0.001 0.047
Si 40.77 13.431 20.582 -0.005 -0.012 0.057
Si 43.382 -0.045 20.317 0.015 0.015 0.037
Si 46.321 2.774 20.507 -0.012 -0.011 0.025
Si 43.619 5.408 20.63 0.007 -0.004 0.025
Si 46.355 8.115 20.471 0.025 -0.024 0.053
Si 43.533 10.795 20.499 -0.005 0 0.071
Si 46.219 13.487 20.414 0.004 0.002 0.047
Si 49.07 0.004 20.556 -0.015 -0.009 0.067
Si 51.864 2.665 20.467 0.008 -0.024 0.037
Si 49.081 5.326 20.583 0.056 -0.018 0.035
Si 51.767 8.307 20.467 -0.011 -0.024 0.06
Si 49.009 11.024 20.482 -0.041 0.006 -0.007
Si 51.718 13.675 20.23 -0.007 0.012 0.06
Si 54.438 0.038 20.12 -0.006 0.015 0.038
Si 57.214 2.834 20.313 -0.029 0.037 0.067
Si 54.58 5.482 20.338 0.012 -0.017 0.055
Si 57.092 8.299 20.401 -0.002 0.008 0.066
Si 54.408 11 20.19 0.021 0.001 0.069
Si 57.06 13.606 20.307 0.015 0.013 0.022
Si 59.979 0.007 19.967 0.045 -0.029 0.008
Si 62.449 2.717 20.118 0 -0.026 0.056
Si 59.744 5.507 20.137 -0.017 0.023 0.026
Si 62.633 8.195 20.374 -0.009 -0.018 0.044
Si 59.888 10.929 20.45 0.017 -0.01 0.024
Si 62.626 13.652 20.412 0 -0.024 0.037
Si 1.717 15.253 21.567 -0.12 0.125 -0.67
Si 3.774 1.248 21.838 0.259 0.092 -0.637
Si 1.646 4.316 21.612 -0.251 -0.119 -0.686
Si 3.719 6.717 21.627 0.339 0.15 -0.704
Si 1.233 9.243 21.624 0.167 0.316 -0.737
Si 4.41 12.525 21.634 -0.194 -0.12 -0.74
Si 6.589 14.779 21.648 0.093 0.228 -0.699
Si 9.727 1.534 21.68 -0.236 -0.159 -0.768
Si 6.929 4.456 21.746 -0.074 -0.254 -0.653
Si 9.208 6.592 21.722 0.128 0.102 -0.718
Si 6.945 9.703 21.264 -0.301 -0.261 -0.648
Si 9.062 12.127 21.387 0.554 0.304 -0.599
Si 12.53 14.995 21.923 -0.34 -0.118 -0.604
Si 14.608 1.028 21.609 0.038 0.147 -0.707
Si 11.893 3.784 21.62 0.08 0.152 -0.748
Si 15.247 6.991 21.693 -0.107 -0.071 -0.722
Si 12.571 9.81 21.806 -0.213 -0.129 -0.758
Si 14.777 12.074 21.882 0.316 0.2 -0.69
Si 17.515 15.513 21.555 0.352 -0.072 -0.591
Si 20.712 1.466 21.497 -0.387 -0.184 -0.621
Si 17.988 4.047 21.882 -0.258 -0.078 -0.626
Si 20.05 6.43 21.781 0.153 0.042 -0.764
Si 17.446 9.142 21.476 -0.042 0.075 -0.699
Si 20.525 12.602 21.688 -0.133 -0.102 -0.699
Si 22.726 14.799 21.595 0.257 0.055 -0.637
Si 26.096 1.422 21.637 -0.141 -0.042 -0.714
Si 23.013 3.657 21.667 0.185 0.391 -0.57
Si 25.862 7.191 21.707 -0.201 -0.422 -0.612
Si 23.236 9.775 21.691 -0.216 -0.024 -0.691
Si 25.491 11.948 21.727 0.106 0.124 -0.714
Si 28.846 15.279 21.755 -0.084 -0.192 -0.775
Si 31.009 1.201 21.687 0.148 0.048 -0.732
Si 28.044 3.878 21.914 0.281 0.182 -0.668
Si 31.155 6.795 22.205 -0.106 -0.119 -0.8
Si 28.26 9.335 21.641 0.287 0.209 -0.708
Si 31.468 12.327 21.817 -0.196 -0.093 -0.694
Si 33.642 14.616 21.946 0.27 0.224 -0.784
Si 36.782 1.152 21.928 -0.245 0.055 -0.757
Si 34.318 4.318 21.815 -0.17 -0.097 -0.766
Si 36.414 6.664 21.789 0.233 0.039 -0.698
Si 34.304 9.728 21.709 -0.398 -0.311 -0.746
Si 36.627 11.859 21.49 0.104 0.297 -0.694
Si 39.627 14.995 21.956 -0.225 -0.251 -0.634
Si 41.804 0.998 21.656 0.058 0.123 -0.688
Si 39.681 4.346 21.696 -0.221 -0.232 -0.702
Si 41.949 6.571 21.827 0.335 0.219 -0.684
Si 39.674 9.41 21.465 -0.216 -0.028 -0.705
Si 41.791 11.698 21.857 0.258 0.279 -0.719
Si 45.043 15.187 21.508 -0.421 -0.463 -0.358
Si 47.263 1 21.766 0.568 0.507 -0.269
Si 45.312 4.335 21.918 -0.19 -0.028 -0.658
Si 47.534 6.563 21.819 0.082 0.09 -0.676
Si 45.21 9.711 21.746 -0.173 -0.186 -0.737
Si 47.35 12.043 21.876 0.221 0.203 -0.639
Si 50.766 15.2 21.713 -0.28 -0.105 -0.689
Si 53.06 1.047 21.684 0.157 0.283 -0.691
Si 50.883 4.258 21.853 -0.631 -0.451 -0.431
Si 53.005 6.635 21.591 0.401 0.444 -0.587
Si 50.659 9.981 21.764 -0.021 -0.172 -0.638
Si 52.897 12.172 21.531 0.066 0.077 -0.688
Si 56.011 15.371 21.483 -0.304 -0.545 -0.55
Si 58.467 1.096 21.285 0.155 0.473 -0.639
Si 56.194 4.469 21.717 -0.236 -0.298 -0.692
Si 58.357 6.724 21.57 0.128 0.197 -0.695
Si 55.892 9.955 21.635 -0.033 -0.23 -0.675
Si 58.188 12.061 21.633 0.203 0.064 -0.745
Si 61.435 15.353 21.495 0.073 -0.175 -0.684
Si 63.532 1.323 21.633 0.238 0.014 -0.598
Si 61.089 4.114 21.396 -0.198 -0.167 -0.677
Si 64.237 7.061 21.698 -0.312 -0.239 -0.734
Si 61.561 9.794 21.716 -0.241 -0.161 -0.795
Si 63.779 12.06 21.749 0.18 0.19 -0.785
Si 3.486 15.489 29.394 -0.029 0.049 0.06
Si 5.677 2.625 23.779 -0.11 0.03 0.072
Si 6.247 3.139 26.935 0.115 -0.028 -0.187
Si 3.057 8.583 23.947 -0.119 -0.137 -0.205
Si 60.322 7.841 23.817 0.089 -0.024 -0.198
Si 7.703 -0.346 26.476 -0.047 -0.017 0.09
Si 11.763 13.238 24.602 0.044 0.047 -0.17
Si 14.399 6.463 24.612 -0.054 -0.005 -0.075
Si 12.489 8.796 24.749 0.032 -0.008 -0.081
Si 7.072 9.944 24.124 0.114 0.129 -0.122
Si 9.269 13.622 26.162 0.184 -0.016 -0.034
Si 13.53 4.992 28.325 -0.01 0.044 0.078
Si 12.059 4.58 24.534 0.032 0.026 -0.078
Si 17.005 1.545 23.417 0.11 0.01 -0.064
Si 10.12 6.935 24.606 0.068 0.07 -0.149
Si 16.163 5.789 26.9 0.063 -0.076 0.03
Si 15.807 0.048 25.746 0.066 -0.059 -0.076
Si 17.764 12.362 25.482 0.03 0.118 -0.056
Si 15.695 12.003 27.528 -0.042 -0.041 0.056
Si 20.399 2.168 27.348 0.125 0.088 0.035
Si 22.423 4.26 26.792 -0.08 -0.031 0.058
Si 26.311 10.555 28.878 -0.008 0.122 -0.005
Si 21.445 7.307 26.669 -0.104 -0.034 0.045
Si 25.208 15.506 29.15 0.09 -0.067 0.021
Si 21.954 0.297 23.792 0.007 0.139 -0.135
Si 25.697 0.633 24.513 0.033 0.057 -0.031
Si 23.781 2.824 24.512 -0.133 -0.156 -0.182
Si 25.377 10.212 25.887 -0.046 -0.126 -0.129
Si 22.199 12.377 29.146 0.059 -0.086 0.006
Si 26.988 12.479 24.427 -0.073 -0.078 -0.058
Si 34.816 -0.291 27.213 -0.016 -0.087 -0.186
Si 30.922 5.011 28.84 0.082 -0.02 0.04
Si 26.157 7.336 24.57 -0.006 0.071 -0.024
Si 33.068 9.964 30.448 -0.085 -0.037 0.152
Si 29.581 10.992 23.932 0.074 -0.032 -0.136
Si 31.226 9.831 26.222 0.019 0.027 -0.075
Si 32.572 4.01 26.461 0 0.134 -0.014
Si 38.837 2.448 23.829 0.141 0.037 -0.007
Si 36.524 13.731 28.231 0.044 -0.113 0.056
Si 37.488 3.451 26.33 0.104 -0.057 0.123
Si 39.015 15.176 27.66 0.082 0.07 0.077
Si 37.503 11.365 24.314 0.104 0.015 -0.095
Si 42.194 4.131 28.903 -0.056 -0.076 0.028
Si 41.553 4.545 25.892 -0.009 0.033 0.111
Si 50.909 9.525 28.71 0.006 0.031 0.098
Si 38.937 5.97 25.898 -0.021 0.075 -0.123
Si 42.3 7.311 24.931 -0.077 -0.071 -0.344
Si 44.703 11.774 25.861 0.032 -0.037 -0.164
Si 50.963 0.811 26.274 -0.134 -0.03 0.011
Si 48.723 -0.166 28.269 0.027 -0.017 -0.045
Si 45.943 6.396 25.693 0.006 -0.021 0.012
Si 41.72 14.363 29.088 0.011 -0.069 -0.03
Si 39.328 13.782 24.929 -0.057 0.026 -0.205
Si 51.013 12.38 28.946 0.053 0.027 -0.052
Si 55.367 14.936 25.88 -0.037 0.1 -0.023
Si 48.93 13.524 26.839 0.088 -0.076 0.163
Si 53.746 6.665 26.824 0.121 -0.004 -0.028
Si 46.035 7.854 28.182 -0.003 -0.081 0.057
Si 45.113 3.713 24.869 0.085 0.039 -0.139
Si 52.382 7.506 24.255 0.031 -0.048 -0.09
Si 56.677 3.232 24.343 -0.117 -0.005 -0.055
Si 59.845 9.031 26.661 0.104 0.046 -0.009
Si 62.733 10.297 26.849 0.02 -0.003 -0.152
Si -0.145 9.725 28.403 -0.178 -0.1 0.118
Si 59.908 13.67 23.616 -0.014 -0.071 -0.091
Si 58.373 14.418 26.212 -0.085 -0.118 -0.032
Si 2.78 15.425 26.607 0.037 0.142 -0.105
Si 62.584 14.992 26.551 -0.059 -0.065 -0.089
Si 1.113 3.926 24.622 0.05 0 -0.145
Si 7.54 7.753 26.184 0.101 0.077 0.002
Si 61.891 12.393 25.204 0.038 -0.147 -0.084
Si 0.338 13.502 23.809 -0.023 -0.125 -0.063
Si 60.941 1.85 28.814 0.034 -0.14 0.155
Si 63.575 2.98 24.339 -0.064 0.021 -0.22
Si 64.662 10.135 31.486 0.164 0.042 0.066
Si 8.372 9.658 28.582 0.068 0.056 -0.06
Si 2.256 6.42 25.883 0.061 0.072 0.182
Si 4.491 11.176 24.392 0.078 0.106 -0.174
Si 7.746 0.473 23.616 0.031 -0.147 -0.028
Si 8.741 6.049 30.127 0.078 -0.103 0.151
Si 4.738 4.554 31.39 0.011 -0.013 0.217
Si 9.429 11.686 24.143 0.046 -0.09 -0.038
Si 8.752 12.516 28.849 -0.037 -0.111 -0.003
Si 11.859 2.922 26.919 -0.125 -0.057 0.111
Si 7.93 13.365 31.479 -0.018 -0.093 0.082
Si 18.096 3.881 27.987 0.04 0.109 -0.067
Si 8.881 0.536 29.05 -0.017 -0.083 0.052
Si 15.269 14.972 28.241 -0.004 0.077 -0.1
Si 11.015 10.912 29.049 0.075 -0.105 -0.061
Si 14.996 0.71 30.256 -0.184 -0.098 -0.08
Si 19.238 10.595 23.661 0.044 0.061 -0.126
Si 24.392 2.112 31.468 0.001 0.003 0.084
Si 19.243 8.697 30.416 -0.013 -0.064 0.086
Si 24.059 10.974 31.144 -0.004 0.041 0.123
Si 17.597 11.335 29.668 0.076 -0.047 0.021
Si 21.381 8.448 23.851 -0.085 -0.002 -0.254
Si 28.636 12.741 28.795 -0.085 -0.005 0.086
Si 28.925 7.382 31.606 0.07 0.05 0.005
Si 28.734 5.957 24.147 0.03 -0.013 -0.089
Si 22.293 3.025 29.45 0.098 0.083 -0.03
Si 23.142 12.136 26.317 -0.047 -0.091 0.054
Si 27.197 7.677 29.262 -0.22 -0.097 0.09
Si 27.919 15.114 24.724 -0.052 0.063 -0.051
Si 38.12 8.259 23.808 -0.133 0.029 -0.108
Si 27.234 4.902 31.682 -0.005 0.023 0.005
Si 32.472 12.509 26.832 -0.062 0.098 0.03
Si 32.245 14.978 28.286 0.037 -0.073 0.079
Si 35.449 11.847 26.343 -0.097 -0.027 0.116
Si 41.746 12.029 24.981 -0.097 -0.116 -0.224
Si 41.757 1.926 24.435 -0.122 -0.068 -0.026
Si 33.172 8.361 24.16 -0.134 -0.085 0.029
Si 27.644 14.967 30.583 -0.013 0.017 0.154
Si 35.228 6.071 31.066 0.043 -0.076 0.035
Si 34.715 0.132 24.188 0.016 0.005 -0.078
Si 36.364 3.899 29.617 0.099 -0.024 0.063
Si 47.857 4.209 25.624 -0.105 0.016 0.059
Si 34.16 6.722 26.515 -0.112 0.002 -0.017
Si 36.502 6.641 28.506 -0.035 -0.122 0.111
Si 39.782 13.231 31.354 -0.096 -0.029 -0.02
Si 46.032 -0.316 24.159 -0.001 0.05 -0.18
Si 50.946 14.548 24.654 0.097 0.007 -0.138
Si 49.847 5.054 27.366 0.045 -0.022 -0.058
Si 48.857 8.092 26.938 0.066 -0.232 -0.011
Si 44.856 8.895 24.701 0.016 0.108 -0.23
Si 43.317 9.26 28.784 -0.062 -0.075 -0.013
Si 46.482 1.04 30.095 0.121 -0.043 0.117
Si 44.411 13.203 28.444 -0.153 0.074 0.049
Si 62.086 8.912 30.974 -0.086 -0.045 -0.018
Si 50.934 7.686 31.13 0.07 0.061 0.056
Si 47.034 13.225 24.721 0.055 0.002 -0.059
Si 50.431 14.975 30.636 -0.129 -0.068 -0.014
Si 55.449 15.859 28.785 0.113 0.07 -0.059
Si 55.778 13.513 30.696 0.037 -0.004 0.004
Si 56.191 5.148 26.798 0.068 0.048 -0.064
Si 57.662 7.577 28.032 -0.121 -0.141 -0.001
Si 63.111 12.951 28.633 0.149 -0.025 0.056
Si 55.072 0.608 23.886 0.012 0.034 -0.277
Si 59.454 11.859 27.147 -0.067 -0.004 0.05
Si 61.48 1.372 25.881 -0.04 -0.051 -0.124
Si 5.05 5.962 26.858 -0.043 -0.003 -0.04
Si 60.903 11.709 29.977 -0.001 -0.02 0.005
Si 0.032 15.805 25.857 0.069 -0.008 -0.087
Si 55.219 9.152 27.039 -0.029 0.055 0.063
Si 2.604 2.415 31.46 0.024 -0.1 0.12
Si 63.452 1.267 30.29 0.008 -0.075 0.043
Si 6.024 0.534 28.631 0.082 -0.057 -0.021
Si 1.744 1.636 26.222 0.012 -0.048 -0.024
Si 1.198 6.997 28.825 -0.108 -0.2 0.078
Si 0.913 12.464 28.448 -0.077 0.058 0.078
Si 2.47 12.879 25.755 -0.058 -0.079 -0.099
Si 13.611 0.728 27.569 0.041 -0.093 0.062
Si 10.107 15.587 31.42 0.145 -0.007 0.017
Si 4.164 6.846 29.578 -0.137 0.014 0.134
Si 6.622 8.163 30.556 -0.022 -0.026 0.062
Si 2.521 13.18 31.088 -0.049 -0.039 0.132
Si 1.052 1.151 29.225 -0.027 -0.006 -0.034
Si 16.119 13.989 23.802 -0.028 -0.039 0.135
Si 17.72 2.284 30.542 0.134 -0.056 0.074
Si 9.053 3.43 28.291 -0.069 0.05 -0.07
Si 11.535 6.717 29.506 -0.021 -0.06 0.098
Si 12.863 9.219 30.573 -0.036 -0.012 0.144
Si 12.889 11.374 26.58 0.029 0.131 0.047
Si 20.426 12.782 27.025 0.082 -0.102 -0.065
Si 21.327 15.662 26.488 0.041 0.035 -0.033
Si 13.14 5.014 31.235 0.005 -0.079 0.043
Si 21.812 5.597 30.692 0.049 0.023 0.157
Si 15.417 10.273 31.369 0.005 -0.034 -0.061
Si 18.792 13.47 31.318 0.098 -0.013 0.091
Si 24.175 14.952 26.43 -0.027 0.005 0.059
Si 26.881 1.428 29.914 -0.096 -0.056 0.118
Si 19.803 0.173 30.967 -0.025 -0.004 -0.001
Si 18.753 6.752 27.986 0.038 -0.013 0.041
Si 21.956 8.045 29.35 -0.05 -0.039 0.073
Si 22.508 15.114 30.553 -0.066 -0.091 0.267
Si 30.826 12.208 30.89 0.004 -0.048 -0.012
Si 30.116 14.115 26.594 0.023 -0.051 -0.013
Si 32.783 2.572 23.911 0.068 -0.09 -0.107
Si 27.364 5.847 26.698 0.03 0.048 -0.078
Si 24.385 7.126 30.803 0.016 -0.098 -0.075
Si 31.849 7.922 28.33 0.009 -0.027 -0.021
Si 43.984 1.204 26.071 0.094 -0.151 -0.157
Si 31.989 15.171 31.259 -0.039 -0.019 0.171
Si 32.656 4.573 31.35 -0.019 -0.02 0.036
Si 35.785 11.033 29.133 0.042 0.023 -0.017
Si 27.88 4.065 28.928 0.015 -0.018 0.01
Si 38.44 1.823 28.704 -0.064 0.031 -0.02
Si 40.426 2.446 30.947 -0.003 -0.028 0.251
Si 49.545 5.011 30.206 0.076 -0.05 -0.014
Si 39.308 7.739 28.296 0.067 0.058 0.027
Si 41.051 9.444 26.569 0.035 0.032 0.038
Si 37.851 10.838 31.181 0.016 0.017 0.197
Si 44.814 3.678 30.277 0.005 -0.16 0.14
Si 34.817 2.642 27.66 -0.043 0.033 0.022
Si 46.816 5.995 30.365 0.036 0.024 0.142
Si 41.665 6.928 30.055 -0.118 -0.007 0.235
Si 43.363 10.611 31.382 -0.057 -0.052 -0.016
Si 44.136 -0.293 28.734 -0.005 -0.072 -0.056
Si 53.31 10.757 28.409 0.066 0.135 -0.021
Si 54.004 11.047 31.176 0.149 -0.063 0.138
Si 51.867 1.19 31.205 -0.1 0.042 -0.016
Si 50.524 3.653 24.897 0.054 0.111 -0.051
Si 53.016 1.529 28.453 0.059 -0.08 0.052
Si 49.479 8.085 23.855 -0.028 -0.01 -0.08
Si 45.371 12.878 31.385 0.091 0 0.039
Si 59.55 2.48 23.66 0.063 0.027 -0.084
Si 54.673 4.858 31.308 0.136 0.093 0.008
Si 53.963 4.338 28.493 0.119 0.04 0.012
Si 53.59 12.891 24.357 -0.062 0.048 -0.203
Si 58.342 12.815 31.315 0.047 -0.089 -0.153
Si 54.142 9.83 24.302 0.125 0.05 -0.113
Si 58.589 -0.106 28.726 -0.137 -0.044 0.085
Si 62.486 5.689 23.469 0.064 0.034 0.034
Si 56.834 7.083 31.068 -0.011 -0.013 0.103
Si 62.213 3.818 30.478 -0.028 0.088 0.193
Si 63.628 6.532 30.305 0.197 0.011 0.112
Si 59.392 15.397 31.544 0.039 0.087 0.052
Si 1.41 14.945 5.49 -0.011 -0.003 0.014
Si 4.113 1.35 5.452 0.005 -0.004 -0.005
Si 1.411 4.083 5.467 0.002 -0.008 0.005
Si 4.139 6.806 5.454 0.001 -0.017 -0.001
Si 1.382 9.565 5.51 0.005 0.006 0.006
Si 4.128 12.239 5.489 -0.005 -0.012 -0.001
Si 6.833 14.979 5.43 0.003 -0.001 0.003
Si 9.543 1.366 5.399 0.002 -0.007 0.007
Si 6.855 4.092 5.445 0.001 -0.003 -0.008
Si 9.557 6.8 5.44 0.01 0.008 0.009
Si 6.832 9.516 5.435 0.003 0.003 0.011
Si 9.497 12.233 5.438 0 -0.008 0.011
Si 12.205 14.975 5.472 -0.017 -0.004 0.007
Si 14.951 1.341 5.505 -0.018 -0.009 0.012
Si 12.274 4.093 5.406 -0.007 -0.004 0.002
Si 15.004 6.769 5.354 0.02 -0.032 -0.007
Si 12.284 9.53 5.389 0.015 0.029 -0.01
Si 14.965 12.206 5.397 0.005 0.002 -0.007
Si 17.667 14.928 5.449 0.004 0.018 -0.001
Si 20.368 1.35 5.502 0.002 0.011 0.016
Si 17.71 4.069 5.476 -0.019 -0.008 0
Si 20.389 6.816 5.474 0.012 -0.004 0.008
Si 17.697 9.477 5.39 0.027 0.008 -0.013
Si 20.37 12.171 5.496 0.009 0.02 0.002
Si 23.111 14.936 5.6 0 0.018 0.018
Si 25.862 1.333 5.57 0.016 0.002 0.008
Si 23.128 4.097 5.49 -0.014 0.006 0.007
Si 25.851 6.759 5.54 0.004 -0.014 0.015
Si 23.087 9.529 5.543 -0.006 0.004 0.006
Si 25.832 12.177 5.617 -0.011 -0.001 0.013
Si 28.563 14.944 5.585 -0.004 0.002 0.015
Si 31.247 1.351 5.538 0 0.003 0
Si 28.623 4.044 5.51 0.009 -0.022 0
Si 31.296 6.721 5.484 -0.002 0.004 0
Si 28.567 9.471 5.51 0.005 -0.01 -0.004
Si 31.27 12.178 5.517 0.017 -0.01 0.008
Si 33.962 14.923 5.53 0.006 -0.007 0.022
Si 36.712 1.349 5.512 0.003 -0.005 0.016
Si 34.003 4.067 5.5 -0.005 -0.007 -0.001
Si 36.71 6.816 5.461 -0.004 0.011 0.009
Si 33.979 9.461 5.459 0.007 0.003 -0.002
Si 36.679 12.21 5.523 0.002 0.006 0.007
Si 39.423 14.984 5.471 -0.011 0.009 -0.002
Si 42.144 1.391 5.386 -0.003 -0.005 0
Si 39.425 4.095 5.439 -0.006 -0.012 0.01
Si 42.127 6.811 5.434 -0.003 -0.002 0.01
Si 39.392 9.555 5.424 -0.016 0.013 0.003
Si 42.113 12.28 5.386 -0.005 -0.008 0.004
Si 44.794 15.004 5.346 -0.01 0.004 0.01
Si 47.568 1.411 5.312 -0.016 -0.021 0.009
Si 44.862 4.104 5.349 0.013 -0.003 0.015
Si 47.555 6.814 5.283 -0.012 -0.009 0.002
Si 44.825 9.551 5.368 -0.002 -0.004 0
Si 47.538 12.286 5.358 -0.011 0 0.014
Si 50.257 15.021 5.332 0.006 0.004 0.015
Si 53.011 1.412 5.314 0.001 -0.003 -0.004
Si 50.289 4.117 5.284 0 -0.004 -0.006
Si 53.019 6.817 5.293 -0.006 0.007 -0.003
Si 50.299 9.501 5.286 0.005 -0.01 -0.01
Si 53.008 12.251 5.362 0.01 0.012 0.009
Si 55.781 14.946 5.375 0.002 -0.012 0.004
Si 58.558 1.338 5.423 0.022 0.007 0.012
Si 55.762 4.11 5.32 0.005 0.014 -0.019
Si 58.505 6.768 5.428 0.01 -0.004 0.008
Si 55.73 9.498 5.379 -0.003 0.013 0.002
Si 58.501 12.214 5.392 0.002 0.029 0.014
Si 61.25 14.953 5.438 -0.018 0.006 0.01
Si 63.972 1.375 5.482 0.015 0.011 0.015
Si 61.242 4.065 5.462 -0.012 -0.003 0.015
Si 63.928 6.803 5.48 -0.003 -0.004 0
Si 61.24 9.529 5.444 0.019 -0.002 0.018
Si 63.986 12.227 5.448 0.004 -0.011 0.009
Si 2.767 -0.002 6.823 -0.001 -0.006 -0.005
Si 5.479 2.729 6.788 0.001 -0.005 -0.008
Si 2.767 5.455 6.806 0.003 0.003 -0.003
Si 5.485 8.166 6.81 -0.001 0.006 -0.007
Si 2.757 10.905 6.849 -0.013 0.002 0.005
Si 5.485 13.621 6.81 -0.008 0.005 -0.005
Si 8.196 0.013 6.782 0.001 -0.011 -0.007
Si 10.903 2.728 6.762 0.004 0.008 -0.007
Si 8.205 5.445 6.806 0.014 0.003 0.007
Si 10.927 8.171 6.767 -0.015 -0.009 0.001
Si 8.165 10.879 6.81 -0.007 0.017 0
Si 10.868 13.583 6.803 -0.001 0.004 -0.001
Si 13.581 -0.012 6.837 0.004 0.002 0.006
Si 16.328 2.716 6.824 0.006 -0.009 -0.001
Si 13.642 5.441 6.759 -0.007 0.004 -0.002
Si 16.336 8.123 6.756 0.008 -0.003 -0.008
Si 13.613 10.874 6.782 -0.006 0.006 0.007
Si 16.306 13.566 6.791 0.004 -0.016 -0.01
Si 19.014 -0.03 6.835 0 0.003 -0.004
Si 21.76 2.715 6.835 -0.017 0.005 -0.008
Si 19.048 5.439 6.833 -0.008 0 0.002
Si 21.747 8.138 6.867 -0.009 0.009 0.002
Si 19.011 10.82 6.827 0.007 -0.011 -0.001
Si 21.729 13.541 6.877 0.022 -0.012 -0.008
Si 24.484 -0.012 6.922 -0.02 -0.007 -0.005
Si 27.246 2.696 6.885 0.006 0 -0.008
Si 24.486 5.411 6.888 0.002 0.012 -0.002
Si 27.21 8.126 6.885 -0.012 0 -0.006
Si 24.447 10.845 6.937 -0.008 0.003 0.005
Si 27.206 13.566 6.924 0.008 -0.003 -0.005
Si 29.922 -0.012 6.922 -0.016 0.008 -0.001
Si 32.643 2.705 6.868 -0.007 0.015 -0.006
Si 29.955 5.395 6.888 0.002 -0.006 0.001
Si 32.636 8.111 6.843 0.003 0.002 -0.003
Si 29.918 10.829 6.883 -0.006 0.01 -0.001
Si 32.625 13.547 6.884 -0.007 0.005 -0.01
Si 35.354 -0.031 6.862 0.003 0.005 -0.011
Si 38.081 2.732 6.832 -0.002 0.001 -0.007
Si 35.369 5.438 6.841 0.014 -0.004 -0.005
Si 38.066 8.179 6.819 -0.002 0.002 -0.008
Si 35.335 10.82 6.854 0.002 -0.005 -0.006
Si 38.066 13.598 6.833 -0.005 0.001 -0.006
Si 40.801 0.031 6.795 -0.005 -0.006 -0.008
Si 43.521 2.734 6.744 0.019 -0.001 -0.006
Si 40.785 5.444 6.808 0.003 0.007 -0.001
Si 43.497 8.183 6.767 0.008 0.001 0.008
Si 40.775 10.903 6.777 0.004 -0.002 -0.005
Si 43.483 13.629 6.753 0.003 -0.003 -0.009
Si 46.201 0.037 6.689 0 0.011 -0.005
Si 48.937 2.756 6.68 0.002 0.009 -0.004
Si 46.222 5.468 6.706 -0.011 0.005 0.001
Si 48.927 8.163 6.667 0.004 -0.002 -0.002
Si 46.201 10.904 6.73 0.001 0.007 -0.001
Si 48.909 13.648 6.71 0.004 0.001 0
Si 51.646 0.046 6.688 -0.009 0.002 -0.004
Si 54.384 2.755 6.686 -0.007 0 -0.001
Si 51.651 5.462 6.666 0 0.011 0.003
Si 54.353 8.156 6.718 0.011 -0.002 -0.005
Si 51.636 10.872 6.69 0.014 0.002 -0.003
Si 54.388 13.599 6.721 0.002 0.009 0.004
Si 57.133 -0.002 6.74 -0.003 0.001 -0.006
Si 59.873 2.707 6.802 -0.004 -0.004 0.002
Si 57.103 5.43 6.749 0.002 -0.002 0
Si 59.85 8.162 6.769 -0.015 0 -0.003
Si 57.103 10.871 6.732 0.002 -0.017 -0.006
Si 59.843 13.602 6.757 0 -0.006 -0.01
Si 62.593 0.003 6.804 0.001 -0.004 -0.006
Si 0.045 2.737 6.827 -0.009 0 -0.001
Si 62.568 5.448 6.823 -0.006 0 -0.003
Si 0.027 8.164 6.82 -0.002 0.004 -0.009
Si 62.597 10.887 6.797 -0.008 0.001 -0.009
Si 0.035 13.595 6.824 0.005 0.007 -0.004
Si 1.397 1.364 8.164 -0.008 0.001 -0.003
Si 4.123 4.088 8.151 -0.003 0.005 -0.003
Si 1.399 6.811 8.16 0 0.001 0.003
Si 4.117 9.522 8.17 -0.009 -0.001 -0.005
Si 1.395 12.258 8.19 0.012 0.005 0.001
Si 4.125 14.968 8.172 0.006 0.009 0
Si 6.838 1.371 8.142 0.001 -0.004 -0.004
Si 9.558 4.077 8.147 -0.002 -0.003 -0.002
Si 6.846 6.81 8.159 -0.007 0.003 -0.006
Si 9.558 9.523 8.137 0.017 0.02 -0.01
Si 6.82 12.244 8.168 -0.007 -0.015 0
Si 9.526 14.96 8.154 -0.004 -0.005 -0.005
Si 12.234 1.375 8.16 -0.003 -0.009 -0.001
Si 14.966 4.084 8.158 0.01 0.002 -0.002
Si 12.273 6.796 8.124 0.004 -0.001 -0.008
Si 14.974 9.493 8.123 0.004 0.011 -0.012
Si 12.252 12.232 8.147 0.005 0.012 0.003
Si 14.954 14.931 8.162 -0.011 0 -0.006
Si 17.668 1.343 8.189 -0.016 -0.005 -0.001
Si 20.401 4.071 8.194 0.023 0.02 0
Si 17.673 6.791 8.171 -0.007 -0.011 0.002
Si 20.38 9.494 8.209 0.004 -0.008 -0.001
Si 17.663 12.211 8.161 -0.006 0.006 -0.007
Si 20.377 14.935 8.201 0.008 0.005 -0.008
Si 23.109 1.362 8.228 0.017 0.003 0.004
Si 25.861 4.051 8.229 -0.004 0.001 -0.008
Si 23.117 6.78 8.221 -0.005 -0.001 0.001
Si 25.839 9.477 8.247 -0.008 -0.001 -0.005
Si 23.095 12.219 8.264 -0.01 -0.008 0
Si 25.842 14.934 8.267 0.009 0.006 -0.005
Si 28.57 1.341 8.275 0.005 0.002 0.005
Si 31.302 4.046 8.255 0.004 0 0.004
Si 28.58 6.765 8.231 -0.001 0.005 -0.009
Si 31.289 9.472 8.226 -0.004 -0.008 0
Si 28.575 12.199 8.255 -0.014 0.003 -0.003
Si 31.287 14.925 8.247 0.007 0.001 -0.005
Si 34.006 1.338 8.22 0.004 -0.007 -0.005
Si 36.725 4.078 8.205 0.008 0.001 0.006
Si 34.007 6.777 8.219 0.002 0.002 -0.003
Si 36.713 9.496 8.22 -0.003 -0.005 0.006
Si 33.996 12.19 8.229 -0.009 -0.003 -0.003
Si 36.716 14.936 8.219 -0.005 -0.009 0.003
Si 39.443 1.364 8.183 -0.004 -0.001 0.001
Si 42.164 4.076 8.144 -0.009 -0.003 -0.005
Si 39.428 6.802 8.175 -0.004 -0.004 -0.001
Si 42.136 9.531 8.142 -0.009 -0.004 -0.001
Si 39.433 12.236 8.183 -0.001 0.002 -0.005
Si 42.149 14.975 8.153 0.006 0.004 0.004
Si 44.871 1.373 8.11 0.002 0.002 0.003
Si 47.579 4.1 8.071 -0.001 0.004 0.001
Si 44.872 6.812 8.109 0.011 0.012 -0.003
Si 47.582 9.527 8.066 -0.005 0.002 -0.005
Si 44.847 12.257 8.11 -0.009 -0.003 0.001
Si 47.55 14.995 8.081 -0.013 -0.015 -0.001
Si 50.282 1.391 8.064 0.004 0.001 -0.001
Si 53.011 4.106 8.05 0.003 0.003 -0.005
Si 50.287 6.813 8.048 0.01 -0.001 0.001
Si 53 9.531 8.073 0.005 -0.008 -0.002
Si 50.28 12.257 8.053 -0.005 -0.007 -0.007
Si 53.008 14.983 8.053 0.01 -0.006 -0.007
Si 55.739 1.379 8.059 0.006 -0.006 -0.003
Si 58.466 4.072 8.113 -0.006 -0.021 -0.006
Si 55.731 6.81 8.082 -0.007 0.007 -0.002
Si 58.468 9.526 8.101 0.003 0.008 -0.002
Si 55.742 12.243 8.089 0 0.004 -0.002
Si 58.48 14.965 8.114 0.003 -0.003 -0.005
Si 61.229 1.361 8.159 -0.003 0.014 -0.001
Si 63.949 4.098 8.164 0.011 0.01 -0.004
Si 61.191 6.808 8.149 -0.007 -0.016 -0.003
Si 63.939 9.525 8.161 -0.007 -0.006 -0.005
Si 61.21 12.255 8.119 0.006 0.016 0.008
Si 63.946 14.964 8.156 0 -0.003 0.001
Si 0.024 0.011 9.507 0.003 -0.002 0.003
Si 2.754 2.738 9.502 0.006 -0.008 -0.002
Si 0.026 5.462 9.509 -0.003 -0.002 0.005
Si 2.749 8.172 9.519 0.002 -0.006 0.003
Si 0.021 10.888 9.513 0.005 0.003 -0.005
Si 2.757 13.619 9.529 -0.015 -0.001 0.002
Si 5.481 0.018 9.506 -0.004 -0.007 -0.005
Si 8.19 2.729 9.504 0.005 -0.001 -0.003
Si 5.476 5.454 9.507 0.004 0.004 0.002
Si 8.2 8.174 9.509 0.005 -0.01 -0.006
Si 5.463 10.891 9.527 -0.01 0.01 0.001
Si 8.179 13.603 9.518 -0.009 0.004 0.003
Si 10.881 0.005 9.51 -0.002 -0.002 0.002
Si 13.601 2.726 9.513 -0.005 0.008 -0.005
Si 10.912 5.446 9.496 -0.001 -0.008 0
Si 13.617 8.149 9.499 0 -0.011 0
Si 10.901 10.874 9.511 -0.004 0.001 0.007
Si 13.598 13.585 9.521 0.006 0.001 0.006
Si 16.304 -0.022 9.531 -0.003 -0.003 -0.002
Si 19.033 2.705 9.543 0.002 -0.009 -0.009
Si 16.317 5.432 9.527 -0.015 0.002 0.001
Si 19.024 8.136 9.551 0.01 0.011 -0.002
Si 16.307 10.854 9.511 0.01 0.002 0.005
Si 19.016 13.566 9.539 0.001 -0.001 -0.005
Si 21.746 -0.022 9.559 0 -0.003 -0.002
Si 24.49 2.702 9.585 0.001 -0.002 0.003
Si 21.757 5.418 9.567 0.003 -0.007 0.006
Si 24.475 8.124 9.594 0 -0.008 0.002
Si 21.734 10.846 9.586 0.003 0.005 0.003
Si 24.472 13.575 9.607 -0.01 0.007 -0.007
Si 27.209 -0.028 9.617 -0.003 0.005 -0.002
Si 29.94 2.695 9.618 -0.003 -0.005 0.007
Si 27.215 5.413 9.591 -0.002 0.001 0.001
Si 29.93 8.124 9.596 -0.001 0.004 0.003
Si 27.2 10.845 9.598 -0.005 0.001 0.002
Si 29.932 13.565 9.609 -0.006 0.001 -0.002
Si 32.657 -0.029 9.589 0.004 -0.002 -0.008
Si 35.372 2.704 9.57 0 0.007 -0.003
Si 32.66 5.416 9.597 -0.001 -0.006 0.004
Si 35.365 8.13 9.588 0.004 0.006 0.003
Si 32.641 10.835 9.596 0.011 0.003 0.002
Si 35.362 13.563 9.579 0.009 -0.002 -0.003
Si 38.091 -0.011 9.553 -0.002 0.004 -0.003
Si 40.813 2.72 9.536 0.006 -0.005 -0.006
Si 38.088 5.434 9.562 -0.008 0.008 -0.003
Si 40.801 8.156 9.53 -0.008 0.005 0.001
Si 38.084 10.865 9.561 -0.001 0.003 -0.001
Si 40.801 13.601 9.53 -0.006 0.002 -0.004
Si 43.522 0.012 9.501 0.005 -0.008 -0.003
Si 46.235 2.736 9.466 0 -0.005 0
Si 43.527 5.441 9.499 0.006 -0.004 -0.004
Si 46.238 8.171 9.465 0.002 -0.005 0.005
Si 43.508 10.89 9.497 0.004 0.006 -0.001
Si 46.213 13.621 9.467 0 0.004 0
Si 48.925 0.028 9.445 -0.007 0.008 -0.002
Si 51.648 2.749 9.424 0.001 -0.001 0.002
Si 48.938 5.458 9.437 0.001 -0.007 0
Si 51.64 8.171 9.43 0.003 0.016 0.004
Si 48.935 10.894 9.438 0.001 0.005 0.001
Si 51.645 13.619 9.424 0.01 -0.003 -0.003
Si 54.371 0.02 9.422 -0.007 0.008 0.003
Si 57.092 2.722 9.455 0.004 0.008 0.003
Si 54.362 5.457 9.435 0.001 0 0.002
Si 57.09 8.174 9.447 0 -0.004 0.002
Si 54.364 10.892 9.439 0.01 -0.001 0.004
Si 57.101 13.609 9.453 0.004 0.002 0.002
Si 59.838 0.006 9.481 0.002 -0.003 0.003
Si 62.58 2.735 9.507 0.001 -0.008 0
Si 59.818 5.443 9.478 -0.016 0.012 0
Si 62.56 8.17 9.494 -0.007 -0.001 -0.001
Si 59.83 10.895 9.454 -0.004 -0.007 -0.006
Si 62.564 13.612 9.487 -0.006 0.006 -0.003
Si 1.386 14.98 10.862 0.015 0.005 0.006
Si 4.116 1.381 10.848 0.005 -0.005 0
Si 1.387 4.097 10.851 0.002 0.006 0.002
Si 4.112 6.812 10.864 -0.007 -0.003 -0.001
Si 1.382 9.534 10.867 -0.001 -0.001 0.003
Si 4.104 12.253 10.884 -0.004 -0.003 0.005
Si 6.819 14.967 10.865 -0.002 0.007 -0.002
Si 9.53 1.366 10.87 -0.011 -0.008 0.001
Si 6.836 4.096 10.858 0 -0.004 -0.001
Si 9.551 6.806 10.859 0 0.003 -0.003
Si 6.834 9.532 10.87 0.001 0.008 -0.009
Si 9.541 12.239 10.867 0.005 0.003 -0.002
Si 12.24 14.962 10.862 0.002 0.005 -0.006
Si 14.945 1.355 10.875 -0.01 -0.004 0.004
Si 12.249 4.086 10.872 0.005 -0.004 0.002
Si 14.956 6.791 10.879 0.014 -0.001 -0.001
Si 12.258 9.504 10.865 0.008 0.006 -0.004
Si 14.953 12.215 10.874 -0.006 -0.003 -0.003
Si 17.66 14.931 10.889 0.013 -0.006 -0.007
Si 20.385 1.341 10.908 0.006 0.001 -0.002
Si 17.668 4.071 10.892 -0.007 0.013 0
Si 20.388 6.781 10.91 -0.002 -0.004 -0.001
Si 17.664 9.509 10.886 -0.008 -0.001 -0.009
Si 20.374 12.221 10.918 0.008 -0.004 0.001
Si 23.107 14.948 10.934 0.011 0.008 0.004
Si 25.847 1.344 10.953 -0.007 -0.011 0.002
Si 23.124 4.066 10.927 0.005 0.013 0
Si 25.845 6.77 10.944 -0.004 0.002 -0.006
Si 23.109 9.491 10.935 0.003 0.002 -0.005
Si 25.839 12.208 10.953 -0.001 0.004 0.001
Si 28.574 14.927 10.965 0.001 0 0.002
Si 31.302 1.325 10.96 -0.002 -0.003 -0.003
Si 28.574 4.062 10.961 -0.001 -0.006 -0.003
Si 31.29 6.768 10.957 0.002 0.003 -0.001
Si 28.566 9.489 10.951 -0.013 0.004 -0.007
Si 31.291 12.204 10.962 -0.003 0.002 0
Si 34.008 14.925 10.948 0.001 0.005 -0.001
Si 36.731 1.336 10.924 0.007 -0.01 -0.004
Si 34.018 4.051 10.951 0.004 -0.001 0.003
Si 36.727 6.768 10.945 -0.004 -0.008 0.002
Si 34.006 9.482 10.958 0.001 -0.003 0.005
Si 36.724 12.208 10.94 -0.003 0.001 0.004
Si 39.449 14.945 10.914 -0.002 -0.004 0
Si 42.171 1.354 10.895 -0.003 -0.01 0.005
Si 39.453 4.065 10.916 -0.003 0.006 0.003
Si 42.166 6.783 10.885 -0.004 0.004 0.002
Si 39.445 9.495 10.919 -0.004 -0.002 0.004
Si 42.16 12.234 10.889 -0.007 -0.002 0
Si 44.871 14.966 10.868 -0.007 0.002 0.003
Si 47.581 1.375 10.845 -0.005 0.001 0.006
Si 44.888 4.077 10.865 0.007 -0.003 0.004
Si 47.592 6.804 10.835 0.002 0.006 0.003
Si 44.88 9.522 10.847 -0.004 0.007 -0.001
Si 47.579 12.249 10.818 -0.008 -0.01 0.002
Si 50.286 14.977 10.805 -0.006 -0.003 0.001
Si 53.003 1.381 10.785 0.001 0.004 -0.001
Si 50.292 4.1 10.807 0 0.011 0
Si 53.003 6.817 10.8 0.005 -0.006 0
Si 50.296 9.532 10.809 0.011 -0.01 0.001
Si 53.003 12.258 10.8 0.009 -0.004 0
Si 55.733 14.982 10.794 0.007 -0.003 0
Si 58.464 1.376 10.819 -0.009 -0.006 -0.001
Si 55.728 4.102 10.797 -0.004 -0.007 -0.001
Si 58.449 6.817 10.811 0.001 -0.008 0.001
Si 55.732 9.542 10.804 0.003 0.003 0.002
Si 58.469 12.256 10.81 0.006 0.007 0.002
Si 61.206 14.976 10.838 0.004 0 0.003
Si 63.941 1.375 10.856 0.007 0.002 0.002
Si 61.199 4.101 10.837 -0.003 -0.003 -0.007
Si 63.931 6.824 10.848 0.004 0.001 0.002
Si 61.19 9.545 10.817 -0.004 0.007 -0.004
Si 63.927 12.257 10.84 -0.007 0.005 -0.001
Si 2.756 0.025 12.198 -0.005 0.009 0.002
Si 5.464 2.745 12.203 -0.005 -0.002 0
Si 2.736 5.461 12.208 0.007 -0.003 0.003
Si 5.469 8.174 12.22 0.002 -0.003 0.002
Si 2.734 10.896 12.228 -0.007 0.004 0.004
Si 5.462 13.621 12.231 0.006 0.005 -0.001
Si 8.166 0.009 12.219 -0.013 -0.016 0.003
Si 10.886 2.729 12.226 -0.001 0.007 0.005
Si 8.191 5.454 12.22 0.004 0.001 -0.003
Si 10.9 8.154 12.232 -0.006 -0.008 -0.003
Si 8.182 10.892 12.234 0 0.001 0
Si 10.894 13.6 12.222 0.003 0.009 0.005
Si 13.578 0.005 12.232 -0.003 -0.01 -0.001
Si 16.3 2.712 12.241 0.005 -0.006 -0.004
Si 13.598 5.436 12.242 -0.005 0.007 0.006
Si 16.308 8.151 12.235 0.005 0.011 -0.003
Si 13.603 10.859 12.236 0.005 -0.002 0.009
Si 16.302 13.573 12.244 -0.004 -0.002 0
Si 19.022 -0.034 12.247 -0.015 -0.001 -0.004
Si 21.751 2.703 12.263 0.01 -0.012 -0.003
Si 19.017 5.435 12.259 0.02 -0.003 0.005
Si 21.746 8.132 12.28 0.004 0.005 -0.007
Si 19.013 10.858 12.263 -0.004 0 -0.001
Si 21.743 13.575 12.273 -0.001 0.002 -0.001
Si 24.477 -0.018 12.289 0 0.005 0.001
Si 27.217 2.698 12.312 0.002 0.007 -0.003
Si 24.484 5.415 12.296 0.006 -0.004 0.009
Si 27.198 8.135 12.303 -0.001 -0.003 -0.003
Si 24.471 10.844 12.296 -0.01 -0.004 -0.002
Si 27.206 13.564 12.311 -0.004 0.002 0.002
Si 29.946 -0.037 12.318 -0.001 0.002 0
Si 32.655 2.693 12.314 0.006 -0.006 -0.003
Si 29.93 5.417 12.327 -0.007 0.004 0.006
Si 32.645 8.121 12.322 -0.001 0.006 0
Si 29.921 10.848 12.316 -0.002 -0.002 -0.001
Si 32.65 13.568 12.321 0.006 0 0.004
Si 35.371 -0.024 12.295 0.007 -0.001 -0.008
Si 38.093 2.692 12.283 -0.008 -0.007 -0.004
Si 35.373 5.405 12.319 0.009 0.005 0.006
Si 38.095 8.125 12.297 -0.008 0.003 -0.001
Si 35.368 10.845 12.316 0.006 0.004 0.001
Si 38.088 13.58 12.282 0.012 0.004 -0.003
Si 40.819 -0.017 12.271 -0.003 0.005 -0.004
Si 43.54 2.711 12.254 0.004 0.007 -0.006
Si 40.819 5.417 12.28 -0.001 -0.008 0.005
Si 43.544 8.145 12.23 0.004 0.002 -0.003
Si 40.817 10.859 12.267 0.003 0.007 -0.001
Si 43.52 13.599 12.247 0.005 0 0.004
Si 46.228 0.01 12.232 -0.004 -0.008 -0.004
Si 48.946 2.745 12.197 0.011 0.001 0
Si 46.255 5.435 12.229 -0.004 0.001 0.001
Si 48.956 8.168 12.194 0.002 0.008 0.001
Si 46.24 10.886 12.211 0.001 0.009 0.001
Si 48.933 13.612 12.187 -0.008 -0.007 -0.001
Si 51.645 0.029 12.167 0.01 0.002 -0.003
Si 54.358 2.747 12.144 0.002 -0.004 -0.003
Si 51.642 5.465 12.174 -0.001 -0.013 -0.005
Si 54.37 8.18 12.157 0.004 0.003 0
Si 51.653 10.893 12.18 -0.005 0.003 0.005
Si 54.371 13.623 12.156 -0.001 0.011 0.001
Si 57.098 0.015 12.165 0.003 0 0.007
Si 59.829 2.74 12.178 -0.003 -0.001 -0.002
Si 57.087 5.463 12.167 -0.007 0.004 0.003
Si 59.819 8.187 12.152 -0.006 -0.007 -0.01
Si 57.099 10.906 12.164 0.008 -0.003 0.001
Si 59.84 13.608 12.17 -0.003 0.006 0.001
Si 62.569 0.017 12.197 -0.001 -0.001 -0.003
Si 0.024 2.741 12.202 0.002 -0.005 0.006
Si 62.563 5.467 12.191 -0.001 0.006 0.003
Si 0.003 8.186 12.21 -0.002 -0.005 0.004
Si 62.556 10.897 12.175 -0.006 -0.011 -0.002
Si 0.006 13.621 12.192 -0.004 -0.014 0
Si 1.396 1.38 13.544 0.022 -0.015 -0.001
Si 4.097 4.1 13.552 0.003 0.008 0.001
Si 1.367 6.825 13.553 0 -0.004 -0.001
Si 4.106 9.537 13.573 0.001 0.002 0.01
Si 1.351 12.265 13.555 -0.006 0.01 0.007
Si 4.102 14.996 13.572 0.001 -0.001 0.004
Si 6.807 1.382 13.56 0 0.002 0.002
Si 9.543 4.098 13.587 -0.006 -0.011 0.001
Si 6.824 6.808 13.573 0.009 -0.006 0.005
Si 9.54 9.522 13.583 0 0.008 -0.004
Si 6.824 12.266 13.586 -0.005 0.003 -0.001
Si 9.528 14.966 13.562 0.001 -0.002 -0.003
Si 12.226 1.37 13.598 -0.004 -0.006 0.004
Si 14.944 4.075 13.608 0.001 -0.001 0.01
Si 12.238 6.787 13.607 0.006 0.005 0.011
Si 14.955 9.496 13.601 0.018 -0.014 -0.009
Si 12.244 12.228 13.58 0.005 -0.007 0.001
Si 14.929 14.948 13.573 0 0.014 -0.002
Si 17.653 1.332 13.581 0.016 -0.016 0.001
Si 20.386 4.076 13.599 -0.011 0.006 0.003
Si 17.659 6.811 13.61 -0.032 0.021 -0.008
Si 20.37 9.492 13.619 0.016 -0.003 -0.002
Si 17.65 12.211 13.617 0.006 -0.004 0.002
Si 20.38 14.934 13.621 0.012 -0.001 0
Si 23.111 1.348 13.625 -0.006 0.014 -0.002
Si 25.848 4.059 13.657 0.006 -0.005 0.005
Si 23.122 6.787 13.638 -0.008 -0.009 0.004
Si 25.838 9.496 13.662 0.007 -0.006 -0.004
Si 23.097 12.205 13.632 0.012 0.002 0.004
Si 25.843 14.941 13.642 -0.01 0.005 0.009
Si 28.596 1.342 13.662 0.001 -0.015 -0.004
Si 31.296 4.051 13.68 0.002 -0.01 -0.002
Si 28.553 6.784 13.669 -0.009 0.014 -0.003
Si 31.275 9.482 13.672 -0.006 -0.004 -0.001
Si 28.564 12.208 13.682 -0.002 0.001 0.008
Si 31.291 14.923 13.695 0.001 0 0.006
Si 34.011 1.327 13.669 0.004 0 -0.008
Si 36.728 4.025 13.669 0.002 -0.006 0.002
Si 33.996 6.751 13.684 0 -0.006 0.007
Si 36.726 9.468 13.666 0.009 -0.003 -0.001
Si 34.003 12.203 13.682 0.002 0.005 0.007
Si 36.723 14.929 13.653 -0.006 0.006 0
Si 39.451 1.326 13.642 0.007 -0.015 0.001
Si 42.185 4.048 13.642 0.003 -0.008 0.01
Si 39.449 6.753 13.662 -0.006 0.011 0.012
Si 42.189 9.483 13.614 -0.003 0.001 0
Si 39.451 12.213 13.632 -0.013 -0.006 0
Si 42.178 14.949 13.644 -0.019 0.003 0.009
Si 44.888 1.356 13.641 0 -0.01 0.008
Si 47.614 4.083 13.614 -0.012 0.008 0.012
Si 44.901 6.786 13.604 0.001 0.002 0.003
Si 47.607 9.521 13.57 -0.004 -0.012 -0.003
Si 44.888 12.236 13.598 0.003 -0.015 0.006
Si 47.585 14.96 13.586 -0.001 0.005 0.003
Si 50.302 1.39 13.561 -0.001 -0.012 0.008
Si 53.007 4.105 13.519 -0.002 0.006 -0.002
Si 50.302 6.809 13.578 0.006 0 0.004
Si 53.019 9.526 13.54 0.014 -0.006 0.001
Si 50.286 12.247 13.552 0.008 0.008 0.007
Si 53.012 14.986 13.518 -0.007 0 0.002
Si 55.725 1.397 13.495 -0.01 0.017 -0.002
Si 58.469 4.117 13.519 -0.003 0.002 0.004
Si 55.735 6.839 13.526 0.001 -0.009 0.004
Si 58.472 9.548 13.513 0.007 -0.006 0.003
Si 55.74 12.272 13.522 0.011 -0.001 0.008
Si 58.48 14.975 13.511 0.002 -0.002 0.002
Si 61.204 1.388 13.534 0.007 -0.006 -0.002
Si 63.938 4.111 13.541 0.008 -0.006 0.008
Si 61.196 6.857 13.512 -0.015 0.009 -0.002
Si 63.912 9.558 13.547 -0.014 0.023 0.008
Si 61.21 12.258 13.53 0.008 -0.001 0
Si 63.936 14.98 13.552 -0.002 0.013 0.004
Si 0.04 0.02 14.889 -0.001 -0.001 0.005
Si 2.743 2.741 14.905 -0.013 -0.013 0.005
Si 0.01 5.472 14.911 0 0.004 0.003
Si 2.722 8.185 14.908 -0.002 -0.003 0.004
Si -0.024 10.923 14.914 -0.002 -0.009 0
Si 2.709 13.64 14.889 -0.006 0 0.007
Si 5.45 0.05 14.935 0.002 0.004 0.019
Si 8.164 2.738 14.91 -0.009 -0.002 0
Si 5.446 5.452 14.914 -0.002 -0.005 0.005
Si 8.185 8.158 14.934 -0.003 0.004 0.005
Si 5.458 10.908 14.93 0.014 0.004 0.003
Si 8.191 13.624 14.941 0.01 0.009 0.004
Si 10.848 0.009 14.937 -0.011 0.005 0.005
Si 13.573 2.726 14.973 0.004 0.002 0.01
Si 10.894 5.429 14.986 -0.01 -0.002 0.011
Si 13.594 8.146 14.959 0 -0.001 0.008
Si 10.891 10.88 14.949 -0.002 0.001 0.003
Si 13.594 13.584 14.94 0.004 0 -0.003
Si 16.269 -0.009 14.932 0.005 -0.009 -0.006
Si 19.017 2.697 14.915 -0.009 -0.006 -0.004
Si 16.292 5.459 14.954 0.025 0.013 0.005
Si 19.008 8.159 14.996 0.004 0.006 0.001
Si 16.304 10.837 14.978 -0.012 0.003 0.002
Si 19.013 13.567 14.967 -0.008 -0.005 0.01
Si 21.749 -0.019 14.964 -0.001 0.001 0.002
Si 24.47 2.7 14.99 -0.002 -0.015 0.003
Si 21.739 5.436 14.968 -0.003 -0.008 0
Si 24.477 8.138 15.017 0.006 0.01 0.008
Si 21.723 10.84 14.98 0 0.002 -0.002
Si 24.473 13.566 14.968 -0.003 0.003 0
Si 27.225 -0.02 14.989 0.006 0.008 0.001
Si 29.951 2.691 15.048 -0.003 0.003 0.003
Si 27.196 5.425 15.025 -0.004 -0.004 0.002
Si 29.908 8.135 15.037 -0.003 0.004 0.007
Si 27.2 10.843 15.034 -0.006 -0.007 0.002
Si 29.921 13.563 15.055 -0.002 0.012 0.003
Si 32.661 -0.027 15.044 0.001 0.011 0.003
Si 35.346 2.687 15.047 0.009 -0.013 0.004
Si 32.638 5.397 15.069 -0.007 0 0.009
Si 35.357 8.107 15.036 0 0.011 0.004
Si 32.624 10.84 15.034 0.007 -0.003 -0.001
Si 35.367 13.574 15.031 0.007 0 0.005
Si 38.076 -0.027 15.01 -0.005 0.004 0.001
Si 40.828 2.662 15.007 -0.002 0.013 -0.003
Si 38.096 5.362 15.032 0.001 -0.013 0.006
Si 40.841 8.114 14.994 0.01 -0.002 0.005
Si 38.101 10.837 14.996 -0.001 0.01 -0.003
Si 40.806 13.576 14.993 -0.005 0.004 -0.002
Si 43.534 -0.012 15.029 0.012 -0.005 -0.01
Si 46.266 2.716 15.001 0.013 0.004 -0.012
Si 43.558 5.418 14.99 -0.002 0.003 -0.003
Si 46.293 8.135 14.953 -0.008 0.008 -0.003
Si 43.563 10.84 14.966 0.003 0.002 0.002
Si 46.229 13.602 14.979 -0.011 0.003 -0.008
Si 48.942 0.024 14.929 0 0.01 -0.013
Si 51.667 2.764 14.919 -0.001 0.017 0.001
Si 48.976 5.447 14.991 0.005 0.005 0.001
Si 51.668 8.174 14.933 0.009 -0.008 -0.003
Si 48.943 10.885 14.951 0.003 -0.002 -0.002
Si 51.65 13.629 14.885 0.002 -0.01 0
Si 54.371 0.046 14.862 0.012 0.003 -0.006
Si 57.087 2.757 14.85 -0.003 -0.013 -0.001
Si 54.354 5.484 14.866 -0.008 -0.002 -0.004
Si 57.114 8.203 14.877 0.001 -0.013 0.006
Si 54.391 10.895 14.88 -0.013 -0.003 0.008
Si 57.124 13.626 14.874 0.01 0.012 0.001
Si 59.852 0.006 14.869 -0.004 -0.004 -0.001
Si 62.575 2.751 14.884 -0.008 -0.005 0.009
Si 59.837 5.507 14.853 0.006 -0.002 -0.001
Si 62.541 8.209 14.896 -0.01 -0.015 0.001
Si 59.852 10.89 14.87 -0.005 -0.002 0.007
Si 62.58 13.604 14.894 -0.004 -0.013 0.012
O 3.06 0.662 26.227 0.496 0.268 -0.024
O 1.227 14.152 22.649 0.232 -0.086 0.175
O 4.252 2.045 23.213 -0.086 -0.075 0.36
O 2.71 5.491 21.993 0.119 0.088 0.034
O 63.884 2.32 22.884 0.451 0.213 -0.076
O 6.551 9.223 22.771 -0.48 -0.214 0.166
O 2.039 9.46 23.028 -0.22 0.558 0.362
O 4.125 9.617 24.539 0.24 -0.099 0.469
O 3.908 11.822 23.018 -0.237 -0.226 0.202
O 12.22 14.172 23.34 -0.241 -0.101 0.088
O 9.214 0.842 23.071 0.456 -0.279 0.286
O 10.803 2.672 22.117 0.103 0.072 0.582
O 6.062 4.037 23.079 -0.198 0.403 0.293
O 8.087 5.508 22.241 0.264 0.055 0.309
O 9.795 7.319 23.058 0.018 0.343 -0.021
O 8.791 7.027 25.49 -0.116 -0.476 0.264
O 10.095 12.095 29.66 0.276 0.385 0.46
O 7.989 10.924 21.466 -0.046 -0.043 -0.102
O 8.909 12.171 25.58 -0.322 -0.333 0.452
O 13.582 -0.097 22.239 0.27 0.067 0.3
O 15.48 1.588 22.864 -0.027 0.444 0.242
O 9.756 0.644 32.172 0.203 0.38 -0.146
O 12.505 4.342 23.009 0.53 0.05 0.109
O 12.135 9.134 23.21 -0.646 0.032 0.087
O 14.643 6.294 23.029 -0.301 -0.676 0.07
O 16.341 8.133 22.156 -0.011 0.198 0.344
O 11.217 7.932 25.246 -0.106 0.048 0.826
O 13.648 10.956 22.254 0.094 0.022 0.114
O 17.575 13.565 24.411 0.5 0.163 -0.252
O 16.316 11.356 30.63 -0.317 0.348 -0.027
O 20.622 0.722 22.957 -0.287 0.096 0.237
O 17.598 3.06 23.172 0 -0.012 0.511
O 19.029 5.249 22.344 -0.113 0.091 0.209
O 20.588 7.28 23.06 -0.212 0.018 0.15
O 18.764 7.533 29.403 -0.422 -0.269 0.222
O 16.914 11.184 28.213 0.367 -0.194 -0.511
O 18.425 9.735 22.603 0.117 0.108 0.006
O 21.903 7.855 25.236 0.704 -0.142 0.272
O 19.854 11.945 23.02 -0.008 0.438 0.62
O 21.7 13.642 22.157 -0.039 0.028 0.255
O 23.006 15.81 22.851 0.303 -0.139 0.299
O 25.564 0.528 22.896 -0.198 -0.466 -0.06
O 25.309 6.92 23.242 -0.434 -0.069 0.116
O 29.163 12.988 27.28 -0.309 -0.28 -0.144
O 23.736 3.703 23.14 0.491 0.476 0.083
O 26.982 8.364 21.888 0.099 0.078 0.037
O 20.853 8.886 30.199 0.143 0.341 0.304
O 24.384 10.83 22.212 0.075 0 0.616
O 26.135 12.589 23.067 -0.119 0.234 -0.063
O 23.875 10.833 25.677 -0.34 -0.312 -0.134
O 33.784 3.586 23.162 0.13 0.068 0.259
O 39.145 3.876 23.155 0.059 0.417 0.219
O 28.254 4.607 23.37 -0.048 -0.237 0.389
O 28.715 5.696 25.764 0.368 0.012 0.48
O 34.061 9.335 23.263 0.059 0.12 0.485
O 32.305 7.537 23.073 0.198 0.064 -0.227
O 32.571 13.435 22.306 0.057 -0.214 0.655
O 32.258 9.24 25.138 0.199 0.037 0.076
O 34.046 15.192 23.42 -0.154 -0.314 0.166
O 38.178 1.612 22.631 0.312 -0.236 -0.239
O 39.174 14.458 23.445 -0.28 -0.104 0.237
O 36.836 7.567 23.09 -0.332 -0.018 0.48
O 40.938 10.776 25.647 -0.376 -0.002 -0.119
O 34.911 3.518 29.009 -0.342 0.305 0.111
O 35.44 10.851 21.915 0.02 0.189 0.098
O 33.177 7.495 27.524 0.242 0.072 0.086
O 40.879 13.374 25.178 0.576 0.371 0.106
O 38.423 0.343 28.006 -0.091 -0.194 0.025
O 40.758 -0.159 22.172 0.047 -0.158 -0.071
O 40.832 5.424 22.08 0.132 0.01 -0.074
O 42.258 7.153 23.322 -0.009 0.162 0.111
O 39.25 8.382 22.662 0.489 -0.194 0.249
O 40.609 10.592 22.08 -0.216 0.213 0.125
O 35.997 12.646 29.309 -0.313 0.183 0.512
O 42.178 11.971 23.413 0.368 0.036 0.07
O 40.941 13.753 30.368 0.11 -0.143 -0.006
O 46.211 -0.059 21.123 0.048 -0.053 -0.587
O 46.976 0.791 23.384 0.377 0.443 0.458
O 49.569 0.58 27.094 -0.14 0.378 0.082
O 48.326 7.302 23.043 -0.164 -0.227 0.126
O 49.866 9.473 23.106 -0.032 0.478 0.458
O 42.374 9.559 27.508 0.103 0.295 -0.309
O 44.573 9.16 23.139 -0.338 -0.244 -0.146
O 46.329 10.809 22.213 0.024 -0.227 0.586
O 45.113 10.249 25.524 0.259 -0.182 0.293
O 54.645 -0.046 25.301 -0.384 0.106 0.344
O 53.905 1.388 23.059 -0.185 0.605 0.13
O 51.925 -0.04 22.122 -0.121 0.103 0.489
O 46.597 3.278 25.347 0.129 -0.73 0.108
O 51.838 5.524 21.615 -0.385 0.12 -0.218
O 52.615 6.971 25.742 -0.243 0.031 0.16
O 49.013 8.383 25.36 -0.415 0.088 -0.078
O 54.708 10.59 27.612 0.304 0.591 -0.154
O 51.803 11.105 22.174 0.051 0.163 0.086
O 52.709 9.085 24.215 -0.391 0.287 -0.171
O 54.747 13.641 25.17 0.101 -0.457 0.128
O 57.305 0.01 21.501 0.034 -0.158 0.36
O 59.104 1.23 22.77 0.275 -0.233 0.27
O 62.853 1.828 25.185 0.083 -0.46 -0.107
O 55.759 3.942 23.202 -0.529 0.174 0.275
O 59.126 7.317 22.873 -0.276 -0.174 0.083
O 62.744 11.005 25.361 0.238 -0.379 -0.689
O 57.079 10.968 22.152 0.107 -0.157 0.338
O 58.678 12.872 22.957 -0.229 0.323 0.241
O 59.411 14.351 24.982 0.341 0.305 0.178
O 60.469 14.852 22.694 -0.101 0.276 0.07
O 62.472 0.155 22.123 -0.004 -0.021 0.607
O 63.319 9.364 31.926 -0.094 -0.222 0.642
O 63.838 6.54 23.214 0.103 -0.087 0.517
O 1.369 5.473 24.932 -0.063 0.274 -0.518
O 0.913 8.548 28.554 0.271 0.47 -0.159
O 62.704 10.888 22.142 -0.162 -0.213 0.458
O 5.834 2.761 25.389 -0.269 -0.233 0.043
O 7.856 3.343 27.179 0.218 -0.031 -0.285
O 2.273 7.886 25.188 -0.493 0.261 0.085
O 2.396 7.562 32.942 0.166 -0.028 -0.633
O 6.881 8.91 25.308 -0.54 0.05 0.21
O 3.888 7.505 23.051 0.441 0.007 0.24
O 7.284 15.368 23.009 0.268 -0.3 0.537
O 11.055 11.822 24.131 0.234 -0.415 -0.388
O 36.017 11.326 24.947 -0.325 -0.125 -0.308
O 12.908 12.721 25.643 0.438 0.238 -0.069
O 10.682 5.421 24.626 -0.214 -0.479 0.281
O 7.344 0.368 29.575 -0.165 0.045 0.604
O 12.191 5.915 28.265 -0.19 0.194 -0.368
O 12.697 10.081 25.664 -0.045 -0.152 0.029
O 12.716 3.702 32.107 0.058 -0.492 -0.254
O 13.281 5.432 25.159 0.205 0.011 0.617
O 15.493 15.565 29.735 0.432 -0.317 0.31
O 17.933 3.003 31.982 0.401 -0.187 0.017
O 16.882 1.008 24.961 0.303 0.15 0.494
O 13.177 3.666 27.495 0.58 -0.41 -0.28
O 1.864 3.241 32.598 0.147 0 -0.119
O 18.896 12.594 26.597 -0.229 -0.086 0.333
O 8.039 14.571 25.784 -0.297 -0.332 -0.281
O 22.056 8.354 27.768 0.445 0.44 -0.3
O 41.808 6.435 31.602 0.116 -0.235 -0.293
O 22.94 14.482 31.995 0.375 -0.419 -0.179
O 18.356 12.737 29.944 0.258 0.232 -0.401
O 22.043 5.812 26.731 0.21 -0.037 0.024
O 20.418 9.679 24.231 0.189 0.096 0.359
O 24.75 15.89 25.262 -0.207 -0.029 -0.181
O 21.718 2.698 21.856 -0.271 0.267 0.406
O 19.069 5.169 28.164 0.623 -0.142 0.339
O 49.442 6.626 27.329 0.002 0.033 -0.086
O 29.39 4.592 29.038 0.005 -0.027 0.099
O 22.697 1.599 24.426 -0.017 -0.042 0.46
O 39.539 6.494 27.299 0.539 -0.402 0.191
O 37.764 2.607 24.993 -0.328 -0.545 0
O 62.726 7.851 29.916 -0.249 0.135 -0.814
O 17.557 13.589 32.347 -0.108 -0.279 0.092
O 6.538 13.861 32.098 -0.493 -0.212 -0.159
O 27.216 0.24 24.951 0.392 0.367 0.341
O 22.851 15.692 27.028 0.198 0.468 0.579
O 25.147 14.769 27.713 0.192 -0.298 0.027
O 28.135 14.853 23.144 -0.441 -0.317 -0.17
O 9.986 9.656 28.848 0.013 -0.457 -0.247
O 24.717 7.342 32.394 -0.092 0.359 -0.046
O 44.983 15.268 23.142 -0.199 -0.157 0.12
O 56.558 3.951 25.785 0.116 -0.47 0.36
O 26.698 10.401 33.092 0.155 -0.013 -0.387
O 29.776 11.999 29.682 0.168 -0.253 -0.016
O 9.022 14.483 31.843 0.139 -0.134 0.335
O 33.654 1.325 24.46 0.192 -0.123 0.379
O 29.964 0.063 22.224 0.017 0.176 0.66
O 37.458 12.084 22.868 0.135 0.224 0.055
O 55.54 4.49 28.132 0.49 -0.274 0.245
O 16.284 1.591 30.577 0.029 -0.043 0.356
O 30.844 8.68 27.293 -0.287 -0.312 0.233
O 47.499 0.724 28.859 -0.215 0.339 -0.353
O 47.333 8.392 27.387 -0.254 0.681 -0.008
O 33.919 12.335 26.144 0.093 0.188 -0.26
O 3.379 12.07 31.902 0.224 -0.033 -0.194
O 30.134 11.826 32.307 -0.833 -0.129 -0.218
O 30.875 11.562 23.139 0.355 -0.297 0.188
O 12.175 10.602 30.109 0.244 0.41 0.268
O 59.729 8.332 25.219 -0.456 0.023 0.076
O 54.739 10.238 32.35 -0.025 0.144 0.293
O 49.677 15.845 29.525 -0.085 0.375 0.135
O 36.38 13.096 26.755 0.049 0.234 -0.253
O 52.184 9.797 27.743 0.018 -0.435 -0.488
O 60.981 3.275 29.578 -0.678 0.331 -0.089
O 35.994 4.618 31.016 -0.031 -0.331 0.557
O 47.418 5.764 25.487 0.333 0.436 -0.076
O 42.007 3.482 24.772 0.357 0.309 -0.304
O 53.407 2.974 27.858 -0.202 -0.118 -0.827
O 23.521 3.884 25.687 0.315 0.316 0.077
O 53.558 10.162 29.911 -0.113 -0.681 -0.181
O 48.549 4.093 27.081 -0.337 -0.49 0.424
O 38.502 9.595 31.994 -0.214 -0.064 -0.181
O 38.524 2.883 27.463 0.352 0.161 0.189
O 21.54 12.176 25.982 0.034 -0.29 -0.668
O 50.146 6.316 30.91 -0.048 -0.073 0.306
O 58.982 10.405 26.64 -0.545 -0.1 -0.195
O 54.864 12.218 30.485 -0.111 -0.136 -0.204
O 35.652 6.782 27.136 0.32 0.364 -0.432
O 17.898 0.458 22.565 0.448 0.172 0.172
O 19.236 14.978 30.992 0.075 -0.023 -0.326
O 52.181 0.743 27.331 0.309 -0.2 -0.261
O 42.376 5.919 25.739 0.351 -0.079 0.182
O 56.377 8.327 31.995 0.408 0.195 0.029
O 55.562 6.117 30.845 -0.363 0.261 -0.126
O 23.575 9.692 32.03 0.487 -0.291 -0.434
O 64.492 11.584 32.181 0.42 0.135 -0.012
O 61.379 10.182 30.26 -0.074 -0.171 -0.469
O 38.576 7.23 24.962 -0.096 0.125 0.276
O 57.405 7.492 29.624 -0.02 0.337 -0.023
O 49.476 3.924 31.399 -0.562 -0.052 -0.199
O 3.918 3.224 31.025 0.358 -0.036 -0.185
O 45.551 6.604 27.258 -0.249 -0.303 0.204
O 49.777 14.104 25.623 -0.238 0.303 -0.193
O 16.3 15.64 27.138 0.781 -0.074 0.027
O 12.142 1.347 27.254 -0.296 -0.235 -0.211
O 11.526 15.005 31.944 0.16 0.048 -0.486
O 6.122 11.245 24.41 0.131 0.546 0.078
O 15.417 15.12 24.741 -0.61 -0.113 -0.145
O 55.09 9.182 25.435 0.27 0.044 -0.169
O 16.384 9.32 32.203 -0.415 -0.018 -0.095
O 53.164 5.605 27.888 -0.733 0.043 0.244
O 50.37 14.52 23.141 -0.229 -0.412 -0.047
O 25.226 2.148 24.847 0.481 0.445 0.105
O 56.24 1.67 24.278 0.027 -0.367 0.284
O 58.883 15.467 27.329 0.52 0.11 -0.407
O 0.062 8.197 22.032 -0.093 0.059 0.459
O 62.098 5.275 21.954 0.059 0.15 -0.212
O 43.587 8.165 25.339 0.044 0.287 0.721
O 62.707 13.766 25.486 0.443 0.132 -0.243
O 63.765 6.61 31.917 0.07 0.455 -0.035
O 28.553 12.213 24.113 0.138 0.179 -0.187
O 54.253 7.979 27.616 -0.032 0.009 0.554
O 62.237 12.652 29.972 0.306 0.178 0.496
O 61.462 -0.24 26.122 -0.538 -0.25 0.153
O 50.392 4.659 28.852 0.535 -0.368 -0.028
O 61.388 2.115 27.297 0.43 0.524 0.049
O 57.658 11.71 32.259 -0.624 -0.082 -0.127
O 5.799 2.013 28.011 -0.54 0.367 0.327
O 62.669 5.277 29.989 -0.084 0.15 -0.593
O 39.79 9.122 27.564 -0.226 0.369 0.169
O 1.573 6.362 27.369 -0.171 -0.249 0.085
O 5.023 15.793 32.942 0.157 0.08 -0.629
O 55.034 6.024 26.07 0.038 0.274 -0.706
O 2.537 6.873 29.764 -0.027 -0.123 0.576
O 44.297 11.804 31.91 0.002 0.23 0.755
O 44.737 14.724 27.97 0.344 0.072 -0.517
O 2.048 -0.099 29.476 -0.269 -0.397 -0.004
O 4.761 0.15 29.554 -0.031 0.097 0.218
O 20.486 0.67 26.799 -0.187 -0.005 -0.256
O 7.323 6.813 29.979 -0.115 -0.049 -0.413
O 11.848 3.19 25.324 -0.309 -0.566 -0.195
O 1.196 1.793 27.744 -0.418 0.164 0.129
O 8.023 8.495 27.531 0.267 -0.217 0.184
O 1.523 13.891 32.138 -0.093 -0.165 -0.321
O 48.952 3.796 24.523 -0.249 -0.258 -0.425
O 62.665 4.328 24.302 -0.292 -0.087 0.253
O 2.126 3.032 25.526 0.66 0.049 0.128
O 16.854 4.322 27.043 -0.198 -0.247 -0.401
O 62.399 14.257 27.983 -0.526 0.308 0.496
O 7.849 2.277 32.908 -0.268 0.104 -0.406
O 56.961 14.901 25.616 0.226 0.105 -0.376
O 8.739 4.64 29.328 -0.237 -0.147 0.381
O 4.01 5.492 32.475 -0.123 0.11 -0.214
O 8.07 11.209 28.162 -0.565 0.079 -0.213
O 44.232 2.78 25.828 -0.31 0.296 0.279
O 60.721 12.333 26.298 0.172 0.234 0.379
O 5.432 4.47 27.321 -0.042 0.044 0.202
O 14.462 11.13 32.296 -0.519 0.063 -0.404
O 16.26 12.278 26.052 -0.383 -0.23 -0.262
O 25.812 7.172 30.006 -0.172 -0.039 -0.197
O 11.662 11.399 27.641 -0.341 0.076 -0.024
O 17.626 3.465 29.46 -0.455 0.126 0.013
O 63.974 9.359 27.318 -0.128 -0.667 -0.345
O 26.655 -0.521 33.203 -0.086 -0.013 -0.509
O 33.638 5.843 31.156 -0.303 0.477 -0.267
O 43.965 9.251 31.985 -0.135 -0.184 -0.252
O 12.349 8.096 29.555 0.235 0.184 -0.589
O 14.561 0.987 26.247 -0.075 0.481 -0.349
O 14.137 1.331 29.011 -0.218 0.442 -0.13
O 28.194 14.291 31.955 0.473 -0.43 -0.477
O 21.69 4.632 33.275 -0.296 0.03 -0.264
O 23.786 3.184 32.506 0.073 0.25 -0.161
O 23.779 15.751 29.819 -0.001 0.598 -0.343
O 24.735 11.986 32.247 -0.264 0.551 -0.148
O 27.212 4.462 27.51 -0.375 -0.347 -0.418
O 59.673 4.858 32.996 0.115 -0.205 -0.311
O 50.713 1.884 32.117 0.052 -0.396 -0.047
O 45.477 5.138 30.219 -0.534 0.25 0.135
O 21.549 4.03 30.482 -0.631 -0.254 0.476
O -0.176 14.76 24.664 -0.399 0.004 -0.4
O 43.348 10.556 29.771 0.128 0.57 -0.133
O 57.27 13.119 30.138 0.313 0.05 -0.391
O 25.643 8.768 25.166 0.155 0.194 0.089
O 22.725 11.518 30.4 -0.201 -0.282 0.425
O 54.238 15.694 33.113 -0.243 0.108 -0.575
O 3.525 14.286 30.46 0.322 0.134 0.078
O 25.916 2.295 30.918 0.312 0.502 0.242
O 18.838 1.167 30.106 -0.011 -0.188 -0.579
O 31.229 13.764 31.059 0.003 0.13 -0.183
O 20.747 6.25 31.754 -0.44 0.227 -0.353
O 10.487 3.525 27.532 0.026 0.414 0.011
O 62.054 0.866 29.529 -0.018 -0.395 -0.031
O 4.498 6.936 28.015 -0.323 0.7 -0.196
O 58.011 6.367 31.892 0.244 -0.014 -0.333
O 61.391 9.404 27.01 0.206 -0.181 0.397
O 33.494 3.267 31.794 0.209 -0.446 -0.577
O 32.61 13.37 28.219 0.073 -0.307 0.254
O 31.898 11.024 27.089 0.144 -0.031 0.6
O 29.671 1.965 33.058 -0.002 -0.106 -0.118
O 55.169 14.964 27.472 -0.524 -0.579 0.217
O 31.63 1.993 22.96 -0.407 0.404 0.12
O 22.995 3.889 28.269 0.801 0.22 0.223
O 31.12 6.609 28.912 -0.465 0.054 0.157
O 41.696 3.88 27.373 -0.194 -0.216 0.063
O 13.85 4.566 29.86 0.62 -0.562 0.154
O 8.957 6.004 31.73 -0.054 0.115 0.002
O 28.444 14.232 29.396 0.241 0.327 -0.286
O 33.32 2.749 27.124 -0.41 -0.665 0.136
O 37.635 5.035 26.052 -0.293 0.234 0.03
O 27.273 11.861 28.779 -0.093 0.236 0.077
O 27.816 0.277 30.603 0.232 0.254 0.168
O 45.271 12.944 29.792 0.593 0.16 -0.158
O 27.039 4.831 30.088 -0.495 0.153 -0.255
O 28.854 9.838 23.072 -0.199 -0.247 0.188
O 25.91 0.629 28.892 -0.426 0.405 -0.393
O 52.177 13.52 24.807 -0.065 -0.029 0.395
O 53.772 11.335 24.703 0.066 0.021 0.693
O 33.531 9.161 31.794 0.205 -0.206 -0.364
O 43.997 0.88 27.641 -0.008 0.38 0.375
O 43 -0.415 32.795 -0.113 -0.183 -0.095
O 46.021 7.793 24.879 0.625 -0.043 -0.002
O 21.362 -0.051 30.575 0.031 0.263 0.046
O 43.145 12.109 25.739 -0.001 0.053 0.146
O 16.44 14.613 22.362 -0.162 -0.24 -0.355
O 39.418 3.232 31.952 0.104 0.098 -0.553
O 27.217 9.279 29.233 0.289 0.191 0.333
O 27.813 2.472 29.128 0.323 -0.256 -0.282
O 21.125 2.136 28.796 -0.32 -0.445 0.462
O 19.713 0.965 32.373 -0.204 0.32 -0.103
O 40.559 14.889 28.078 0.16 0.037 -0.133
O 8.438 11.982 32.142 -0.11 -0.209 -0.485
O 46.812 12.401 31.952 0.45 0.339 -0.582
O 3.087 0.991 32.067 -0.242 -0.274 -0.393
O 52.583 12.231 28.451 0.513 0.361 -0.017
O 55.214 14.839 30.005 -0.467 0.044 -0.017
O 60.507 3.4 22.744 0.114 -0.17 0.45
O 54.966 9.608 22.928 -0.329 -0.444 0.158
O 31.354 4.48 27.383 -0.232 0.119 -0.18
O 42.693 15.638 29.388 -0.234 0.347 0.231
O 44.826 8.917 28.308 0.182 0.209 -0.354
O 37.771 5.039 32.994 -0.013 -0.041 -0.294
O 37.038 5.104 28.729 0.344 -0.241 -0.259
O 49.514 14.754 31.959 -0.463 0.075 -0.225
O 31.74 4.881 32.645 0.23 -0.448 0.169
O 13.159 13.178 32.957 -0.037 -0.081 -0.38
O 51.675 -0.419 31.1 0.552 -0.206 0.277
O 52.048 1.79 29.73 -0.181 0.491 -0.19
O 42.707 8.102 29.717 0.029 0.082 0.094
O 55.834 13.805 32.273 0.212 -0.338 0.056
O 31.39 13.331 25.919 0.113 0.128 -0.718
O 26.094 6.192 25.732 -0.481 -0.188 -0.038
O 37.711 7.715 28.563 0.022 0.359 -0.095
O 54.363 0.731 28.867 0.024 0.198 0.319
O 20.597 14.385 27.12 -0.266 0.001 0.489
O 7.736 13.206 29.888 -0.331 0.301 -0.276
O 18.17 10.978 24.79 -0.107 -0.306 0.45
O 58.471 14.21 32.141 -0.108 -0.046 0.354
O 47.176 0.682 31.535 0.409 -0.161 -0.143
O 8.888 0.134 27.476 0.572 0.212 -0.189
O 50.924 13.564 30.032 0.372 -0.191 0.394
O 60.255 1.883 24.969 -0.374 0.064 0.391
O 21.493 6.485 29.377 -0.158 -0.169 -0.561
O 8.676 10.267 23.982 0.407 -0.487 0.13
O 35.27 -0.322 25.646 0.242 -0.174 -0.124
O 3.738 11.903 25.623 0.021 0.153 0.404
O 10.634 4.79 33.199 -0.109 -0.035 -0.317
O 63.932 15.868 26.648 0.033 0.517 0.572
O 51.175 3.895 23.439 0.49 -0.266 0.2
O 52.231 7.358 32.038 0.185 0.335 -0.305
O 16.051 15.676 32.956 0.115 0.06 -0.265
O 40.056 4.919 25.425 -0.237 -0.177 -0.239
O 0.691 9.363 32.03 0.319 -0.165 -0.586
O 59.859 12.326 31.047 0.337 0.266 0.221
O 4.801 5.443 30.064 0.426 -0.102 -0.403
O 20.755 12.046 28.451 -0.381 -0.304 0.444
O 35.252 1.791 32.91 -0.188 -0.23 -0.456
O 45.151 0.376 25.314 0.209 -0.157 0.397
O 6.415 6.619 26.331 0.156 0.028 -0.249
O 0.573 0.916 25.321 -0.131 0.218 -0.373
O 59.427 1.278 28.797 -0.38 0.28 0.148
O 63.334 0.833 31.845 -0.154 0.175 -0.148
O 48.056 5.27 29.635 -0.001 -0.253 -0.7
O 7.674 0.641 25.213 -0.142 0.329 0.168
O 1.56 2.28 30.256 -0.06 0.385 -0.173
O 35.568 15.013 28.205 -0.265 0.353 0.269
O 37.926 9.789 24.324 0.254 0.047 0.278
O 9.278 13.571 27.762 0.125 0.637 0.086
O 35.161 1.108 27.911 0.187 -0.144 0.565
O 56.979 0.113 28.852 -0.088 0.494 -0.14
O 14.222 0.675 31.7 -0.709 0.204 -0.193
O 31.113 -0.01 32.02 -0.323 0.225 -0.358
O 30.135 6.301 23.405 -0.056 -0.144 0.122
O 53.776 4.331 30.088 -0.376 -0.197 0.054
O 31.796 4.319 30.018 -0.026 -0.499 -0.14
O 38.761 14.429 31.736 -0.422 0.365 -0.435
O 12.419 8.831 32.078 0.394 -0.268 0.113
O 3.632 14.951 27.877 0.19 -0.497 -0.25
O 6.177 4.096 31.976 0.301 0.042 -0.447
O 38.066 14.139 28.486 0.263 -0.112 0.224
O 6.815 8.377 32.152 0.235 -0.278 -0.025
O 5.011 8.046 30.291 -0.412 0.343 0.246
O 27.398 7.048 27.79 -0.058 0.22 -0.209
O 47.007 14.852 24.743 0.234 0.021 0.012
O 52.703 11.653 31.886 -0.436 0.061 -0.398
O 46.392 5.506 22.389 0.182 0.087 0.632
O 61.352 6.627 24.12 0.09 -0.233 0.293
O 62.856 11.581 27.815 0.094 -0.063 0.204
O 57.283 5.622 22.1 0.094 -0.075 0.3
O 47.785 12.676 26.063 -0.456 -0.442 0.218
O 23.429 8.175 30.004 0.274 0.706 -0.364
O 58.253 3.357 24.017 -0.084 0.524 0.009
O 0.652 10.992 27.865 0.303 -0.097 -0.787
O 9.207 2.101 29.2 0.05 0.065 0.278
O 10.448 10.39 32.888 -0.135 -0.152 -0.137
O 11.808 5.853 30.851 -0.402 0.08 0.389
O 50.616 10.91 29.526 -0.587 0.086 0.56
O 34.86 13.074 33.006 0.119 0.016 -0.519
O 64.389 12.676 23.148 -0.039 -0.117 0.334
O 21.737 16.271 0.114 0.032 -0.065 -0.234
O 9.939 6.909 29.436 0.024 0.673 -0.287
O 29.311 15.003 25.525 0.391 0.094 -0.045
O 16.112 4.733 32.922 -0.157 0.224 -0.514
O 1.681 12.505 29.875 -0.107 -0.033 0.127
O 19.911 12.543 32.063 0.322 0.02 -0.328
O 49.68 9.185 27.766 -0.391 0.172 -0.24
O 21.154 3.3 26.471 -0.349 0.138 -0.399
O 46.498 7.415 29.668 0.077 0.541 0.39
O 37.088 10.349 29.833 0.268 -0.621 -0.441
O 58.283 12.95 26.921 -0.448 -0.294 0.426
O 26.929 13.906 25.194 -0.359 -0.032 0.274
O 28.094 3.609 32.061 0.257 -0.338 -0.514
O 57.377 6.153 27.278 0.467 -0.205 -0.018
O 24.519 0.758 32.355 -0.054 -0.257 -0.011
O 50.847 4.711 26.11 0.443 0.179 0.064
O 44.924 14.298 31.996 0.049 0.181 -0.079
O 59.987 11.734 28.653 -0.013 -0.252 -0.043
O 21.379 10.516 33 0.088 0.044 -0.313
O 41.091 8.207 25.516 -0.649 -0.249 0.026
O 13.867 7.962 24.874 0.329 0.252 0.385
O 64.801 0.723 29.571 -0.116 -0.406 -0.295
O 55.492 15.595 23.027 -0.275 -0.18 0.444
O 33.229 15.745 27.264 -0.313 0.098 -0.389
O 61.043 9.098 23.098 -0.091 0.054 0.548
O 25.872 5.012 32.528 -0.454 -0.484 0.196
O 56.72 8.765 27.452 0.155 0.251 0.146
O 32.277 8.911 29.521 -0.177 -0.201 0.148
O 35.515 6.953 29.752 -0.135 0.402 -0.073
O 39.619 1.654 29.792 0.332 -0.423 0.002
O 17.24 6.883 27.412 -0.233 0.513 -0.238
O 35.822 6.813 32.365 0.059 0.455 0.003
O 40.157 1.69 24.384 -0.227 -0.527 0.152
O 13.751 15.424 27.78 -0.58 -0.359 -0.271
O 35.933 3.206 26.648 -0.202 0.313 -0.216
O 33.649 5.204 26.316 0.475 -0.24 0.034
O -0.19 6.449 29.548 0.077 -0.388 -0.165
O 41.303 1.411 31.842 0.026 -0.038 -0.323
O 14.805 5.799 27.769 -0.042 0.244 0.082
O 27.724 7.24 24.065 0.231 0.524 -0.108
O 32.393 15.621 29.758 0.311 0.325 -0.035
O 61.75 3.643 32.021 0.109 -0.003 -0.056
O 32.041 3.454 25.046 -0.652 0.005 -0.002
O 22.625 8.987 22.978 0.398 -0.18 0.074
O 61.123 12.59 23.795 0.145 -0.306 -0.399
O 38.515 12.374 25.083 0.209 -0.326 0.412
O 42.45 1.641 23.004 0.642 0.292 0.112
O 60.878 15.045 32.067 0.321 0.266 -0.35
O 35.629 10.742 27.534 0.129 -0.604 -0.105
O 38.997 11.928 30.798 0.344 -0.125 -0.804
O 53.716 5.244 32.534 -0.172 -0.174 0.386
O 37.238 2.53 29.601 -0.104 -0.318 0.476
O 61.045 8.303 32.06 -0.275 -0.383 -0.207
O 40.21 7.845 32.922 -0.091 -0.127 -0.441
O 36.727 11.505 32.123 -0.071 -0.255 -0.428
O 15.448 13.388 28.315 -0.062 0.069 0.179
O 40.45 12.889 32.79 -0.05 0.52 0.515
O 29.965 10.377 25.376 -0.486 0.081 0.139
O 19.835 7.32 26.918 -0.37 0.164 -0.171
O 28.009 6.213 32.234 0.083 -0.048 0.382
O 6.318 -0.399 27.313 -0.379 -0.56 -0.286
O 45.781 2.238 33.006 -0.038 -0.003 -0.187
O 58.86 0.475 32.124 -0.078 0.365 -0.48
O 9.954 -0.387 29.844 0.271 -0.17 -0.32
O 45.733 7.738 32.99 0.051 -0.112 -0.226
O 27.057 2.613 22.237 0.188 0.098 0.334
O 1.242 3.643 23.04 -0.385 -0.623 0.024
O 35.372 5.491 22.29 -0.1 0.117 0.543
O 50.02 8.745 31.911 0.039 0.259 -0.219
O 23.284 12.185 27.945 0.496 -0.016 0.055
O 44.072 3.606 31.733 -0.714 -0.072 -0.061
O 51.225 13.2 33.124 0.042 -0.02 -0.31
O 53.195 1.426 32.072 0.342 0.563 -0.167
O 32.114 11.252 30.688 0.443 0.087 -0.116
O 47.325 6.108 31.894 0.569 -0.07 -0.05
O 7.404 9.396 29.859 0.106 0.326 0.42
O 43.699 3.57 29.113 0.251 -0.387 -0.535
O -0.17 15.707 32.951 -0.03 0.095 -0.428
O 1.911 12.956 27.273 0.09 0.152 0.224
O 48.477 10.53 32.858 -0.007 0.011 -0.583
O 55.579 3.662 31.865 0.214 -0.283 -0.61
O 34.123 7.417 25.057 0.274 -0.008 0.07
O 14.469 9.358 30.438 0.211 -0.082 -0.676
O 64.729 13.18 28.687 -0.008 0.321 0.157
O 57.002 2.039 33.05 -0.076 -0.125 -0.209
O 45.993 2.588 30.064 0.01 0.19 -0.162
O 47.717 12.704 23.335 0.276 0.309 0.019
O 14.282 11.246 27.401 -0.005 -0.475 0.227
O 37.282 -0.2 32.908 -0.12 0.162 -0.433
O 64.911 3.489 25.06 0.006 0.246 0.801
O 23.842 13.501 25.781 0.05 0.105 -0.305
O 25.603 10.174 27.477 -0.048 -0.016 0.173
O 1.253 12.53 24.732 -0.189 -0.537 -0.079
O 28.583 7.336 30.044 0.234 0.047 -0.151
O 59.225 15.343 29.943 0.028 -0.402 -0.085
O 42.481 0.937 25.5 -0.456 -0.312 0.424
O 30.731 15.111 27.724 -0.353 0.537 0.417
O 35.871 0.631 23.174 0.021 0.159 0.244
O 41.922 10.896 32.052 -0.198 -0.322 -0.389
O 51.31 -0.279 25.136 0.462 0.21 -0.164
O 50.896 2.206 25.478 0.237 0.011 -0.194
O -0.182 4.812 33.073 -0.059 0.093 -0.154
O 50.843 7.199 23.865 -0.08 -0.581 -0.448
O 15.782 6.152 25.377 0.403 -0.004 -0.434
O 62.417 13.081 32.907 -0.27 -0.005 -0.36
O 45.137 0.158 29.911 -0.328 -0.311 0.254
O 59.197 8.024 27.754 0.426 -0.176 0.309
O 53.683 12.984 22.731 0.486 0.361 -0.025
O 23.435 5.785 30.895 0.13 -0.273 -0.219
O 6.724 1.596 23.1 -0.081 -0.049 -0.264
O 5.136 10.354 32.865 -0.049 0.102 -0.389
O 23.386 2.127 30.212 -0.023 -0.288 -0.163
O 59.518 10.169 33.086 0.082 0.269 -0.295
O 26.449 11.257 25.301 0.239 -0.155 0.085
O 49.943 12.682 27.767 -0.248 -0.384 -0.296
O 38.891 14.86 26.065 -0.308 0.574 -0.228
O 45.003 12.125 27.408 0.253 -0.19 0.208
O 2.692 0.074 22.265 0.134 -0.016 0.178
O 44.903 5.296 25.125 -0.483 0.214 -0.115
O 42.114 5.718 29.107 0.115 0.242 -0.485
O 51.282 8.315 29.701 0.464 -0.457 -0.148
O 42.768 13.196 28.598 -0.203 -0.443 -0.053
O 15.197 12.716 23.351 -0.146 -0.166 0.513
O 30.429 7.03 32.064 0.377 0.322 -0.31
O 9.053 12.694 22.928 0.018 0.686 0.24
O 28.52 8.812 32.207 0.405 0.457 -0.433
O 18.786 8.375 31.966 0.413 -0.314 -0.025
O 3.021 14.382 25.401 0.449 0.226 -0.358
O 10.662 14.086 25.469 0.153 0.51 -0.065
O 41.311 3.478 30.088 -0.062 0.21 -0.027
O 14.099 6.053 32.041 0.05 0.302 -0.509
O 45.513 12.699 24.82 -0.306 0.104 -0.46
O 5.561 13.593 22.104 0.178 -0.03 0.432
O 18.853 2.611 27.357 -0.311 -0.263 -0.152
O 64.616 10.176 29.878 -0.322 -0.081 -0.014
O 1.17 15.372 26.924 -0.083 -0.058 0.783
O 48.231 14.721 27.684 -0.452 -0.189 -0.079
O 33.308 14.965 32.167 0.49 0.28 -0.144
O 53.389 6.842 23.17 0.385 -0.055 0.271
O 21.425 15.563 24.885 -0.389 -0.318 -0.076
O 44.876 3.514 23.277 -0.345 -0.308 0.068
O 3.792 5.873 25.843 0.251 -0.191 -0.342
O 63.519 2.885 30.257 0.63 0.331 -0.22
O 40.171 7.449 29.645 -0.434 -0.03 0.118
O 34.43 10.514 29.799 -0.147 -0.195 -0.086
O 18.558 10.095 29.985 0.222 -0.08 -0.258
O 22.012 13.89 29.642 -0.183 0.171 -0.414
O 32.382 10.893 0.03 -0.099 -0.177 -0.286
O 25.186 10.705 30.026 0.019 -0.065 0.033
O 26.08 14.675 30.239 -0.465 -0.599 0.253

Results
total energy: -406606.557 eV
total energy less fixed offsets of O -438.35, Si -107.03 eV per atom: 6.243 eV
